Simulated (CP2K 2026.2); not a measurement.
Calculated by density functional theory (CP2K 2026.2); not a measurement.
Periodic cell of 1896 atoms, Si1352O544, from a study of silicon, its oxide and their interface. The atomic structure is a simulated model.
Doubt: the forces sum to 4.40 eV/angstrom along one axis rather than to zero, so they err by at least 0.0023 eV/angstrom per atom on average; the grid cutoff is modest.

Settings
functional: PBE
method: Gaussian and plane waves
basis set: DZVP-MOLOPT-SR-GTH
pseudopotentials: GTH-PBE
grid cutoff: 300 Ry, relative cutoff 40 Ry
k points: Gamma only
occupations: fixed
spin: none
net charge: 0

Cell vectors (angstrom)
a 16.332 0 0
b 0 65.328 0
c -0.2279 -0.1369 31.8332

Atoms and the computed forces on them: element, x, y, z (angstrom), force x, y, z (eV/angstrom)
Si -0.27 0.285 -0.001 0.145 -0.143 0.725
Si 2.47 3.025 -0.004 0.084 -0.25 0.714
Si 0.243 5.199 0.072 -0.077 0.161 0.783
Si 3.08 8.158 0.025 -0.237 0.056 0.681
Si -0.154 11.491 0.072 0.092 -0.134 0.709
Si 3.137 13.904 0.195 -0.219 -0.247 0.716
Si -0.112 16.606 0.004 -0.029 0.218 0.431
Si 3.458 18.584 -0.114 -0.264 0.107 0.689
Si -0.195 21.951 0.237 0.166 -0.15 0.719
Si 2.561 24.639 -0.048 0.113 -0.235 0.674
Si 0.598 27.148 0.059 -0.179 0.056 0.668
Si 2.789 31.063 -0.72 0.227 -0.185 0.525
Si -0.012 32.27 -0.154 -0.093 0.322 0.722
Si 1.912 35.784 0.095 0.083 -0.028 0.435
Si 0.25 37.474 0.328 0.16 0.088 0.554
Si 2.725 40.444 -0.207 -0.167 0.233 0.799
Si -0.196 43.737 -0.276 0.084 -0.118 0.757
Si 2.679 46.164 0.105 -0.132 0.141 0.686
Si -0.428 49.41 0.203 -0.158 0.185 0.563
Si 3.302 51.165 0.099 -0.027 -0.244 0.622
Si -0.007 54.551 0.085 -0.081 -0.086 0.692
Si 3.167 56.767 0.065 -0.351 0.225 0.641
Si -0.196 60.296 -0.286 0.145 -0.29 0.702
Si 2.928 62.484 -0.059 -0.105 0.22 0.709
Si 5.713 -0.046 -0.092 -0.212 0.094 0.716
Si 8.566 2.637 0.133 -0.177 0.131 0.67
Si 5.579 6.26 -0.247 0.231 0.166 0.481
Si 8.198 8.702 -0.055 0.284 -0.3 0.595
Si 5.775 10.78 -0.019 -0.34 0.386 0.7
Si 7.801 14.157 0.024 0.076 -0.165 0.699
Si 5.689 16.408 0.4 0.016 0.027 0.463
Si 9.02 18.533 0.249 0.184 -0.148 0.537
Si 5.729 21.428 0.195 -0.15 0.257 0.694
Si 8.787 23.973 0.33 0.1 -0.275 0.494
Si 5.377 26.926 0.11 0.213 -0.042 0.673
Si 8.393 29.371 -0.074 -0.199 0.157 0.698
Si 5.03 32.925 -1.075 -0.004 0.05 0.036
Si 8.134 35.051 -0.027 -0.016 -0.164 0.618
Si 4.669 37.975 -0.297 -0.237 -0.324 0.543
Si 8.091 40.85 -0.04 -0.047 0.158 0.656
Si 4.926 43.98 0.039 0.068 -0.264 0.751
Si 7.751 46.349 0.217 0.015 0.278 0.676
Si 4.907 49.349 0.058 -0.21 0.164 0.461
Si 8.848 51.658 -0.384 0.388 0.294 0.336
Si 5.326 54.415 0.122 0.218 -0.093 0.624
Si 8.774 56.804 0.023 0.01 -0.332 0.526
Si 4.976 60.072 -0.113 0.299 -0.172 0.705
Si 7.765 62.922 0.066 0.089 -0.032 0.721
Si 10.647 0.306 0.13 0.022 -0.183 0.756
Si 13.713 2.37 0.002 -0.062 0.35 0.691
Si 10.908 5.586 0.052 -0.044 0.094 0.699
Si 13.32 8.663 0.16 0.107 -0.027 0.623
Si 11.309 11.017 0.184 -0.101 0.034 0.609
Si 14.054 13.758 0.172 -0.16 -0.016 0.63
Si 10.618 16.667 0.164 -0.197 0.264 0.437
Si 14.778 18.533 -0.063 0.392 -0.185 0.548
Si 10.486 22.182 0.314 -0.121 0.295 0.594
Si 13.976 24.214 0.279 -0.071 0.205 0.729
Si 10.655 27.156 0.033 0.153 -0.149 0.753
Si 13.406 29.82 0.034 0.098 -0.077 0.706
Si 11.002 31.82 -0.272 -0.331 -0.201 0.514
Si 13.355 35.539 0.305 0.116 0.08 0.683
Si 10.846 37.278 -0.12 -0.265 -0.199 0.448
Si 13.17 41.131 0.076 0.312 0.004 0.676
Si 10.998 43.414 -0.146 -0.179 0.254 0.673
Si 12.962 47.021 -0.143 0.118 -0.241 0.81
Si 10.75 49.23 0.206 -0.025 0.041 0.487
Si 14.095 51.047 0.206 0.244 0.031 0.6
Si 10.484 55.044 -0.015 -0.137 0.18 0.599
Si 13.166 57.814 0.111 -0.187 0.041 0.583
Si 11.29 59.321 0.04 0.235 0.001 0.541
Si 13.837 62.453 -0.059 -0.168 0.066 0.762
Si 1.302 1.447 1.301 -0.001 0.036 -0.054
Si 4.087 4.104 1.3 -0.353 -0.178 0.358
Si 1.459 6.889 1.251 -0.043 0.046 -0.038
Si 4.204 9.686 1.379 0.026 -0.002 -0.031
Si 1.573 12.476 1.359 0.021 0.021 -0.048
Si 4.302 15.117 1.748 0.034 0.001 -0.04
Si 1.638 17.654 1.206 0.025 -0.01 0.035
Si 4.164 20.279 1.431 -0.005 -0.01 -0.078
Si 1.452 23.107 1.382 0.013 0.017 -0.089
Si 4.119 25.572 1.47 -0.06 0.016 -0.073
Si 1.688 28.648 1.597 -0.031 0.035 -0.012
Si 3.345 30.487 1.455 0.1 -0.014 0.098
Si 1.095 33.878 1.215 0.039 -0.007 0.044
Si 3.776 36.594 1.315 -0.043 0.015 -0.036
Si 1.219 39.383 1.27 0.014 0.064 -0.063
Si 3.877 42.13 1.1 -0.009 -0.015 0.017
Si 1.127 44.918 1.285 0.013 -0.009 -0.06
Si 3.928 47.674 1.366 0.022 -0.01 -0.019
Si 1.365 50.422 1.306 0.047 0.059 0.005
Si 4.094 52.951 1.445 -0.033 -0.014 -0.063
Si 1.424 55.831 1.348 0.031 0.03 -0.016
Si 4.087 58.493 1.389 -0.009 -0.01 -0.019
Si 1.353 61.3 1.217 0.005 -0.008 -0.032
Si 4.111 64.082 1.212 0.009 -0.012 -0.04
Si 6.858 1.486 1.282 0.018 -0.035 -0.045
Si 9.742 4.125 1.5 -0.009 0.044 -0.014
Si 7.075 7.082 1.313 -0.028 -0.002 -0.044
Si 9.679 9.812 1.388 0.028 -0.013 -0.032
Si 6.821 12.433 1.324 0.005 -0.016 -0.059
Si 9.503 15.055 1.417 0.005 0.001 -0.028
Si 7.137 17.791 1.54 0.045 0.068 -0.057
Si 9.72 20.36 1.589 -0.006 -0.061 -0.01
Si 7.003 22.93 1.471 -0.007 0.054 -0.035
Si 9.656 25.695 1.595 -0.01 -0.012 -0.006
Si 6.797 28.328 1.31 0.034 0.001 -0.031
Si 9.485 30.957 1.281 0.025 0.007 -0.071
Si 6.7 33.798 1.325 0.353 0.217 0.257
Si 9.389 36.422 1.437 0.004 0.016 -0.03
Si 6.787 39.488 1.325 0.152 0.317 0.372
Si 9.425 42.287 1.238 0.015 0.048 -0.013
Si 6.511 44.925 1.525 -0.054 -0.028 -0.016
Si 9.262 47.783 1.351 0.053 -0.034 -0.007
Si 6.608 50.277 1.37 -0.314 -0.285 0.483
Si 9.651 53.194 1.219 0.036 0.003 -0.03
Si 6.917 55.803 1.189 0.035 0.064 -0.003
Si 9.616 58.467 1.449 -0.025 -0.002 -0.04
Si 6.644 61.233 1.221 -0.031 -0.005 -0.045
Si 9.443 64.013 1.313 0.016 0.003 -0.04
Si 12.247 1.347 1.494 -0.014 -0.018 -0.054
Si 14.888 4.078 1.258 -0.008 -0.026 -0.05
Si 12.123 7.083 1.41 0.047 -0.014 -0.007
Si 15.04 9.787 1.334 0.063 -0.009 -0.01
Si 12.496 12.51 1.467 0.023 0.021 -0.016
Si 15.263 15.122 1.558 0.011 0.055 0.013
Si 12.346 17.614 1.397 -0.285 -0.162 0.471
Si 15.158 20.275 1.522 -0.034 0.006 -0.003
Si 12.338 23.058 1.527 0.018 -0.01 0.018
Si 15.222 25.901 1.368 0.063 0.038 0.009
Si 12.229 28.325 1.366 -0.039 -0.009 -0.044
Si 14.932 31.078 1.325 0.015 -0.053 -0.031
Si 12.275 33.959 1.568 0.235 0.22 0.377
Si 14.834 36.728 1.609 0.022 -0.004 -0.035
Si 12.14 39.592 1.465 0.263 0.212 0.369
Si 14.902 42.28 1.145 -0.049 -0.012 -0.079
Si 12.08 45.126 1.082 0.046 -0.025 -0.005
Si 14.717 47.759 1.343 -0.025 -0.021 -0.052
Si 12.256 50.41 1.546 0.018 -0.001 -0.07
Si 14.913 53.065 1.246 -0.045 -0.038 -0.067
Si 12.237 55.96 1.273 0.03 0.019 -0.075
Si 15.017 58.719 1.198 0.042 -0.001 -0.047
Si 12.22 61.233 1.154 -0.021 -0.02 -0.026
Si 14.97 63.994 1.316 -0.007 0.006 -0.046
Si -0.045 2.8 2.696 0.026 0.021 0.035
Si 2.726 0.08 2.599 -0.005 -0.003 0.001
Si 0.075 8.294 2.599 -0.013 -0.008 0.035
Si 2.816 5.579 2.675 0.032 -0.06 -0.019
Si 0.251 13.73 2.869 0.007 -0.045 -0.01
Si 2.806 11 2.732 -0.029 -0.009 0.01
Si 0.303 18.995 2.77 0.028 -0.041 -0.007
Si 2.807 16.442 2.884 -0.041 0.018 -0.027
Si 0.1 24.441 2.792 -0.018 -0.002 0.038
Si 2.789 21.689 2.743 -0.01 0.008 -0.01
Si -0.02 29.789 2.771 -0.001 -0.025 0.014
Si 2.813 27.014 2.857 -0.004 -0.03 0.016
Si -0.163 35.189 2.777 0.017 0.015 -0.057
Si 2.534 32.47 2.596 -0.004 0.018 -0.086
Si -0.153 40.826 2.557 0.022 0.033 -0.034
Si 2.573 38.054 2.715 -0.031 -0.036 -0.05
Si -0.214 46.312 2.617 0.007 0.02 -0.015
Si 2.531 43.481 2.565 -0.001 0.012 0.015
Si 0.014 51.816 2.671 -0.026 -0.049 -0.051
Si 2.594 49.015 2.736 0.001 0.02 -0.021
Si -0.005 57.264 2.569 -0.005 0 -0.002
Si 2.732 54.417 2.704 -0.014 0.002 -0.003
Si 0.046 62.666 2.647 0.001 -0.011 0.001
Si 2.646 59.882 2.636 -0.011 0.043 -0.003
Si 5.463 2.786 2.668 0.007 0.011 -0.012
Si 8.157 0.089 2.7 -0.017 0 0.026
Si 5.614 8.335 2.723 -0.009 -0.038 0.024
Si 8.257 5.545 2.676 0.002 -0.016 0.002
Si 5.569 13.608 2.927 0.035 -0.012 0.029
Si 8.251 11.124 2.715 -0.018 -0.007 0.015
Si 5.632 19.079 2.848 0 -0.005 -0.004
Si 8.292 16.347 2.946 0.012 0.004 0.043
Si 5.549 24.271 2.784 0.026 0.006 0.017
Si 8.279 21.631 2.94 0.014 0.023 -0.002
Si 5.343 29.711 2.597 -0.024 0.033 -0.068
Si 8.152 27.05 2.795 0.015 0.029 -0.026
Si 5.339 35.288 2.601 0.077 -0.001 -0.036
Si 8.113 32.415 2.623 0.044 0.022 -0.039
Si 5.277 40.816 2.573 -0.004 -0.009 -0.038
Si 8.103 38.022 2.649 0.012 0.029 -0.003
Si 5.248 46.365 2.808 0.024 0.024 0.01
Si 8.019 43.538 2.662 -0.013 -0.003 0.012
Si 5.442 51.696 2.825 0.067 -0.009 -0.006
Si 8.009 49.066 2.794 -0.021 0.025 -0.037
Si 5.578 57.184 2.632 0.01 -0.038 -0.009
Si 8.168 54.409 2.631 -0.001 0.002 -0.052
Si 5.377 62.65 2.642 0 0.005 0.004
Si 8.131 59.927 2.568 -0.032 0.023 0.007
Si 11.011 2.775 2.874 -0.002 -0.016 0.028
Si 13.624 -0.037 2.752 0.01 0.004 0.034
Si 10.846 8.364 2.841 -0.009 0.015 0.002
Si 13.588 5.572 2.598 -0.025 -0.026 0.009
Si 10.963 13.736 2.748 0 0.017 0.011
Si 13.748 11.06 2.834 -0.013 0.007 0.014
Si 11.139 19.043 2.884 0.038 -0.03 0.023
Si 13.749 16.381 2.831 0 -0.009 0.006
Si 11.053 24.412 2.953 0.004 0.008 0.011
Si 13.669 21.6 2.829 -0.024 0.004 -0.015
Si 10.873 29.714 2.729 -0.013 0.004 0.033
Si 13.682 27.073 2.735 -0.001 -0.019 0.008
Si 10.78 35.209 2.861 0.009 -0.039 0.016
Si 13.616 32.46 2.763 0.017 0.019 -0.044
Si 10.678 40.89 2.714 -0.015 -0.014 0.016
Si 13.46 38.158 2.808 -0.069 0.013 0.011
Si 10.692 46.324 2.586 0.007 0.023 0.018
Si 13.496 43.697 2.482 -0.031 -0.012 0.002
Si 10.902 51.882 2.72 -0.042 -0.018 0.012
Si 13.504 49.002 2.89 0.021 0.005 0.024
Si 10.94 57.162 2.83 0.001 -0.033 -0.013
Si 13.558 54.477 2.576 0.006 0.012 0.001
Si 10.87 62.61 2.564 0.042 0.048 -0.012
Si 13.638 60.006 2.637 -0.004 -0.041 -0.004
Si 1.397 4.179 4.004 -0.013 -0.017 -0.038
Si 4.088 1.417 4.004 -0.012 -0.005 -0.004
Si 1.429 9.603 4.049 -0.003 -0.011 0.001
Si 4.197 6.928 4.042 0.02 0.017 -0.02
Si 1.512 15.069 4.278 -0.016 -0.012 0.035
Si 4.142 12.282 4.206 -0.016 -0.001 -0.019
Si 1.502 20.378 4.208 -0.007 0.02 0.016
Si 4.227 17.744 4.212 -0.004 0.03 0.001
Si 1.414 25.733 4.217 0.008 0.017 0.001
Si 4.16 22.993 4.165 -0.004 0.005 -0.005
Si 1.259 31.224 4.125 -0.003 0.001 -0.012
Si 4.149 28.407 4.161 0.001 0.011 -0.002
Si 1.243 36.633 4.038 -0.02 0.013 0.033
Si 3.986 33.858 3.93 0.017 0 -0.032
Si 1.221 42.141 3.97 -0.017 -0.012 0.014
Si 3.977 39.435 4 -0.001 0.015 0.001
Si 1.208 47.627 4.015 -0.046 -0.016 -0.019
Si 3.882 44.875 3.995 0 -0.033 -0.027
Si 1.335 53.135 4.085 -0.01 0.016 0.007
Si 4.005 50.342 4.094 -0.026 -0.035 0.03
Si 1.311 58.561 4.02 0.001 0.003 0.022
Si 4.14 55.827 3.974 -0.015 0.014 0.001
Si 1.398 64.038 3.999 -0.009 0 0.002
Si 4.018 61.281 3.988 0.006 0.004 -0.015
Si 6.839 4.177 4.009 0.025 0.01 0.002
Si 9.538 1.411 4.095 0.006 -0.03 0.007
Si 6.917 9.702 4.103 -0.01 -0.004 0.002
Si 9.534 6.909 4.13 -0.031 -0.006 -0.01
Si 6.92 14.982 4.272 -0.017 -0.015 -0.015
Si 9.63 12.376 4.146 -0.001 -0.014 0.01
Si 6.892 20.378 4.314 -0.026 -0.009 0.024
Si 9.7 17.701 4.234 -0.032 0.021 -0.017
Si 6.821 25.702 4.17 0.006 0.018 -0.022
Si 9.634 23.047 4.242 0.011 -0.015 -0.019
Si 6.707 31.112 3.985 0.02 -0.01 0.002
Si 9.511 28.427 4.138 0.026 -0.016 -0.006
Si 6.696 36.67 3.983 -0.012 -0.001 0.028
Si 9.402 33.811 4.091 -0.029 -0.03 0.035
Si 6.669 42.134 3.979 0.007 -0.016 0.019
Si 9.406 39.422 4.041 -0.003 -0.014 0.013
Si 6.679 47.671 4.135 -0.023 0.005 -0.016
Si 9.398 44.929 3.988 0.003 0.006 -0.008
Si 6.814 53.11 4.077 -0.015 0.035 0.004
Si 9.471 50.459 4.019 0.022 0.009 -0.011
Si 6.845 58.575 4.014 0.008 -0.023 0.011
Si 9.507 55.777 4.057 0.011 -0.029 -0.001
Si 6.778 64.012 4.007 0.022 -0.021 -0.033
Si 9.502 61.281 3.951 0.009 -0.013 -0.003
Si 12.346 4.219 4.112 0.007 0.004 -0.005
Si 14.98 1.399 4.067 0.015 0.007 -0.018
Si 12.325 9.669 4.136 -0.015 0.026 -0.017
Si 15.017 6.908 3.964 0 0.043 -0.009
Si 12.337 15.04 4.172 -0.007 0.036 -0.023
Si 15.136 12.367 4.183 0.019 0.002 -0.017
Si 12.387 20.362 4.322 -0.011 0.002 0.017
Si 15.154 17.719 4.163 -0.004 0.008 -0.047
Si 12.389 25.785 4.234 0.012 0.016 0.009
Si 15.044 23.047 4.122 0.01 -0.023 -0.013
Si 12.209 31.12 4.089 -0.004 -0.006 -0.011
Si 14.96 28.454 4.134 0.015 0.029 0.015
Si 12.139 36.687 4.106 0 0.016 0.009
Si 14.883 33.858 4.174 0.005 -0.024 0.029
Si 12.162 42.275 3.921 0.04 0.017 -0.024
Si 14.882 39.51 4.051 0.043 -0.016 0.021
Si 12.08 47.592 4.069 -0.003 -0.044 -0.02
Si 14.822 44.929 3.991 0.001 -0.038 0.015
Si 12.248 53.198 4.073 0.024 0.017 0.013
Si 14.97 50.42 4.052 -0.015 0.04 0.029
Si 12.311 58.608 4.045 0.046 -0.002 0.015
Si 14.957 55.858 3.918 -0.024 -0.013 0.001
Si 12.212 63.941 4.026 -0.004 -0.016 0.02
Si 14.983 61.337 4.023 -0.02 0.031 -0.005
Si 0.033 0.05 5.393 -0.019 -0.026 0.013
Si 2.738 2.795 5.372 -0.009 -0.005 -0.004
Si 0.036 5.542 5.371 -0.007 -0.002 -0.008
Si 2.799 8.247 5.421 0.006 0.018 0
Si 0.108 10.936 5.499 0.014 -0.009 0.023
Si 2.831 13.655 5.593 0.013 0.008 0.007
Si 0.087 16.361 5.605 0.007 0.032 -0.012
Si 2.858 19.063 5.6 0.001 -0.016 -0.013
Si 0.082 21.725 5.532 -0.03 -0.003 -0.001
Si 2.8 24.381 5.54 -0.01 -0.029 -0.012
Si 0.024 27.124 5.512 -0.023 0 -0.004
Si 2.716 29.841 5.418 -0.019 0.008 -0.027
Si -0.046 32.56 5.528 -0.061 -0.025 0.011
Si 2.671 35.27 5.343 -0.028 -0.004 -0.036
Si -0.093 38.065 5.368 0.002 -0.012 -0.007
Si 2.611 40.801 5.344 -0.014 -0.007 0.006
Si -0.123 43.54 5.327 0.008 0.014 -0.009
Si 2.564 46.247 5.373 0.019 0.007 0.004
Si -0.067 49.016 5.411 -0.001 0.036 0.002
Si 2.672 51.744 5.423 0.034 -0.041 -0.002
Si -0.045 54.521 5.363 -0.032 0.02 -0.004
Si 2.73 57.193 5.323 0.01 -0.015 -0.022
Si -0.02 59.94 5.38 -0.014 -0.029 0
Si 2.716 62.658 5.38 -0.014 -0.013 0.009
Si 5.436 0.051 5.378 -0.021 -0.005 0.001
Si 8.178 2.808 5.407 -0.012 0 -0.002
Si 5.497 5.524 5.411 -0.002 0.007 0.014
Si 8.201 8.277 5.484 0.007 0.011 0.017
Si 5.525 10.946 5.538 0.025 -0.001 0.004
Si 8.289 13.653 5.603 0.016 -0.025 0.004
Si 5.522 16.335 5.59 0.021 0.03 0
Si 8.282 19.01 5.607 0.045 -0.01 0.018
Si 5.499 21.719 5.621 0 0.004 0.001
Si 8.225 24.405 5.553 0.002 -0.028 0.011
Si 5.493 27.087 5.546 0.005 -0.031 -0.003
Si 8.112 29.818 5.427 -0.019 -0.01 -0.011
Si 5.383 32.547 5.34 -0.001 0.01 -0.001
Si 8.055 35.281 5.366 0.012 0.017 -0.022
Si 5.36 38.061 5.349 0.016 -0.013 -0.006
Si 8.027 40.781 5.366 0.01 0.001 0.008
Si 5.322 43.538 5.325 -0.015 -0.011 -0.011
Si 8.074 46.276 5.396 0.004 0.019 0.01
Si 5.339 49.012 5.482 -0.009 0.031 0.009
Si 8.143 51.759 5.443 0.029 -0.002 0.003
Si 5.438 54.481 5.396 0.01 0.021 0.017
Si 8.169 57.195 5.385 0.005 0.006 0.008
Si 5.425 59.93 5.333 0.006 -0.001 -0.002
Si 8.162 62.649 5.346 0.007 0.013 0.003
Si 10.892 0.015 5.407 0.008 0.009 0.009
Si 13.664 2.797 5.439 -0.002 -0.004 0.006
Si 10.933 5.543 5.453 -0.002 -0.001 0.006
Si 13.68 8.237 5.421 0.034 -0.031 0.005
Si 10.958 10.985 5.515 -0.003 0 0.005
Si 13.707 13.671 5.531 -0.004 0.002 -0.016
Si 11.02 16.353 5.612 -0.005 -0.008 -0.005
Si 13.787 19.018 5.604 -0.007 -0.01 0.026
Si 10.977 21.712 5.628 -0.015 0.013 0.014
Si 13.718 24.394 5.56 -0.001 -0.028 -0.011
Si 10.928 27.127 5.518 -0.017 -0.001 -0.004
Si 13.597 29.823 5.487 -0.01 -0.015 0
Si 10.837 32.51 5.436 -0.009 0.03 -0.004
Si 13.523 35.309 5.438 0.005 0.023 0.004
Si 10.786 38.081 5.415 0.007 -0.001 0.006
Si 13.502 40.893 5.344 -0.008 0.01 0.006
Si 10.795 43.575 5.334 0.003 0.003 -0.005
Si 13.485 46.257 5.395 -0.016 0.018 -0.004
Si 10.784 49.036 5.381 0.007 0.031 -0.004
Si 13.594 51.785 5.388 0.007 -0.013 0.018
Si 10.868 54.484 5.451 -0.005 0.008 0.014
Si 13.64 57.205 5.367 0.003 -0.018 -0.005
Si 10.878 59.943 5.352 -0.015 0.009 -0.001
Si 13.604 62.646 5.404 -0.01 0.007 0.009
Si 1.389 1.423 6.749 -0.002 -0.008 -0.005
Si 4.108 4.15 6.748 0.002 -0.003 -0.001
Si 1.409 6.877 6.767 0.002 0.014 -0.012
Si 4.141 9.571 6.855 -0.009 -0.009 0.003
Si 1.441 12.28 6.907 -0.005 0.016 -0.006
Si 4.174 14.994 6.973 -0.013 -0.015 -0.004
Si 1.46 17.712 6.953 -0.011 0.001 -0.011
Si 4.16 20.39 7.008 0.01 0.002 0.005
Si 1.425 23.069 6.924 0.021 -0.004 -0.008
Si 4.122 25.761 6.91 -0.001 -0.001 0.001
Si 1.381 28.508 6.839 0 0.002 0.006
Si 4.066 31.212 6.774 0.017 0.001 -0.006
Si 1.344 33.962 6.788 -0.001 0.003 0
Si 4.019 36.667 6.702 0.007 0.009 0.003
Si 1.287 39.421 6.718 0.007 0.012 0.011
Si 3.985 42.168 6.699 0.003 -0.008 0.001
Si 1.234 44.884 6.729 -0.02 -0.005 0.004
Si 3.962 47.599 6.749 -0.003 0.002 -0.003
Si 1.311 50.368 6.763 0.004 -0.01 -0.005
Si 4.058 53.114 6.745 0.001 0.009 -0.002
Si 1.353 55.857 6.708 0 -0.007 -0.012
Si 4.067 58.567 6.703 -0.003 0 -0.009
Si 1.347 61.298 6.736 -0.016 0.027 0.005
Si 4.087 64.013 6.742 0 0.002 -0.001
Si 6.802 1.423 6.743 0.011 0.005 -0.01
Si 9.554 4.153 6.779 -0.008 0.006 0.004
Si 6.835 6.882 6.811 -0.012 0.01 0.005
Si 9.589 9.601 6.857 -0.01 -0.001 0.001
Si 6.885 12.291 6.922 -0.014 0.008 0.001
Si 9.637 15.002 6.965 -0.01 0.003 0.007
Si 6.894 17.672 6.96 -0.001 -0.002 -0.007
Si 9.603 20.374 6.986 -0.006 0.014 -0.006
Si 6.865 23.087 6.949 -0.02 0.011 0
Si 9.58 25.777 6.9 0.011 0.006 0
Si 6.83 28.478 6.87 0.021 0.009 0
Si 9.476 31.182 6.806 0.004 -0.003 0
Si 6.723 33.924 6.738 0.005 0.015 0.009
Si 9.433 36.672 6.729 -0.009 -0.007 -0.008
Si 6.708 39.411 6.736 -0.012 0.025 0.019
Si 9.439 42.169 6.675 -0.009 -0.018 -0.007
Si 6.7 44.887 6.706 0.008 0.001 -0.006
Si 9.435 47.66 6.741 0.005 -0.018 -0.018
Si 6.747 50.389 6.774 -0.023 -0.001 -0.012
Si 9.509 53.108 6.789 -0.002 0.011 0.002
Si 6.787 55.853 6.747 0.006 -0.015 0.009
Si 9.534 58.569 6.728 0.028 -0.037 0.001
Si 6.793 61.286 6.707 0.001 0.005 -0.005
Si 9.513 63.994 6.75 0.012 -0.006 -0.003
Si 12.259 1.413 6.752 -0.001 -0.007 -0.001
Si 15.033 4.164 6.774 0.011 -0.017 -0.006
Si 12.309 6.888 6.808 -0.01 0.013 -0.012
Si 15.04 9.572 6.826 -0.004 0.003 -0.009
Si 12.334 12.309 6.891 -0.018 0.006 -0.008
Si 15.041 15.002 6.944 -0.016 0.018 -0.006
Si 12.379 17.694 6.971 0.022 0.006 -0.002
Si 15.082 20.401 6.967 0.004 0.001 -0.004
Si 12.333 23.085 6.953 0.003 0.017 0.006
Si 15.036 25.776 6.917 0.006 -0.008 -0.002
Si 12.257 28.494 6.883 0.01 0.015 0.003
Si 14.936 31.197 6.859 0.001 0 0.016
Si 12.172 33.933 6.781 0.01 -0.012 0.009
Si 14.904 36.704 6.753 -0.005 -0.014 0.008
Si 12.179 39.473 6.713 0.009 0.002 -0.009
Si 14.881 42.195 6.731 -0.003 0 0.001
Si 12.147 44.896 6.747 0.025 -0.008 0.001
Si 14.875 47.639 6.724 -0.007 -0.015 -0.007
Si 12.202 50.389 6.709 0.009 -0.013 -0.017
Si 14.943 53.148 6.744 0.008 0.003 -0.017
Si 12.25 55.872 6.748 -0.015 0 -0.004
Si 14.974 58.564 6.745 -0.006 0.008 0
Si 12.231 61.283 6.745 0.02 -0.002 0.002
Si 14.975 64.023 6.744 0.008 0.003 0.004
Si -0.006 2.714 13.578 -0.016 0.004 0.002
Si 2.72 0.018 13.563 -0.016 0.001 0.003
Si 0.028 8.157 13.664 0.036 -0.019 -0.006
Si 2.751 5.456 13.583 0.013 0.01 -0.021
Si 0.042 13.561 13.773 -0.001 -0.006 0.005
Si 2.764 10.878 13.755 0.004 0 0.004
Si 0.04 19.038 13.773 0.004 -0.006 -0.002
Si 2.767 16.324 13.785 0.011 0.001 -0.007
Si 0.061 24.486 13.747 0 0.001 0.005
Si 2.747 21.778 13.812 0.005 0.004 0.004
Si 0.023 29.935 13.659 -0.002 -0.013 -0.01
Si 2.766 27.224 13.711 -0.006 0.017 -0.005
Si 0.042 35.391 13.543 -0.005 0.002 0.003
Si 2.702 32.664 13.576 -0.009 0.011 -0.007
Si 0.005 40.852 13.534 -0.004 0.016 -0.004
Si 2.737 38.111 13.543 0.004 0.002 -0.006
Si -0.048 46.29 13.505 -0.007 0.019 -0.006
Si 2.686 43.529 13.547 0.005 -0.004 0.006
Si -0.042 51.743 13.494 0.002 0.004 0.007
Si 2.663 48.992 13.499 0.001 -0.008 0.006
Si 0.009 57.212 13.57 -0.009 0.004 0.013
Si 2.704 54.491 13.54 0.013 -0.011 0.011
Si -0.018 62.626 13.543 0.019 -0.008 -0.002
Si 2.703 59.894 13.544 0.006 -0.01 -0.008
Si 5.454 2.735 13.6 -0.008 0.013 0.02
Si 8.169 0.011 13.539 0.019 -0.006 0.003
Si 5.485 8.172 13.68 -0.003 -0.005 -0.005
Si 8.186 5.446 13.661 -0.003 -0.014 0.006
Si 5.486 13.594 13.771 0.003 0.028 0.001
Si 8.215 10.885 13.729 0.004 0.011 0.008
Si 5.465 19.063 13.803 0.001 -0.005 -0.004
Si 8.195 16.291 13.785 0.007 -0.028 -0.013
Si 5.463 24.491 13.745 0.007 0.024 -0.007
Si 8.174 21.761 13.786 0.006 -0.022 -0.003
Si 5.47 29.889 13.64 0.011 -0.013 -0.004
Si 8.181 27.189 13.7 -0.008 -0.01 0.001
Si 5.42 35.388 13.531 0.002 -0.006 -0.006
Si 8.158 32.641 13.546 -0.009 0.014 -0.001
Si 5.436 40.852 13.537 -0.011 -0.012 0.003
Si 8.131 38.137 13.491 -0.006 -0.002 0.006
Si 5.369 46.23 13.507 0.01 0.004 0
Si 8.11 43.546 13.555 0.013 -0.001 0.003
Si 5.37 51.724 13.481 -0.002 0.003 0.004
Si 8.111 48.963 13.464 0.013 -0.001 0.001
Si 5.411 57.201 13.534 0.001 0.016 -0.01
Si 8.12 54.46 13.49 0.006 0 -0.003
Si 5.424 62.62 13.556 0.004 -0.026 0.008
Si 8.12 59.88 13.535 -0.005 -0.017 -0.003
Si 10.859 2.758 13.544 -0.021 -0.013 -0.01
Si 13.593 -0.019 13.522 -0.023 0.012 -0.008
Si 10.923 8.156 13.699 0.01 0.006 0.011
Si 13.611 5.455 13.605 0.022 -0.008 -0.001
Si 10.942 13.598 13.769 -0.006 0.005 -0.006
Si 13.642 10.859 13.729 -0.01 0.01 -0.009
Si 10.89 19.021 13.763 -0.009 0.01 -0.006
Si 13.622 16.288 13.761 -0.017 -0.002 -0.004
Si 10.898 24.499 13.774 0.006 0.008 0.012
Si 13.631 21.753 13.756 0.002 -0.012 0.005
Si 10.903 29.933 13.615 0.009 -0.002 -0.002
Si 13.63 27.224 13.685 -0.014 0.009 0.004
Si 10.912 35.403 13.474 0.007 0.003 0
Si 13.645 32.636 13.545 0.018 0.014 0
Si 10.863 40.864 13.48 0.021 0.008 -0.004
Si 13.62 38.163 13.503 -0.009 0.012 -0.002
Si 10.831 46.267 13.502 -0.001 -0.004 0.008
Si 13.601 43.591 13.495 -0.004 0 -0.012
Si 10.879 51.7 13.478 0.007 -0.003 0.007
Si 13.539 49.002 13.521 -0.009 0.012 0.01
Si 10.865 57.153 13.495 -0.003 -0.006 0.001
Si 13.608 54.45 13.503 -0.009 0 0.007
Si 10.873 62.589 13.589 -0.002 0.018 0.004
Si 13.58 59.928 13.575 -0.009 0.019 0.005
Si 1.377 4.092 14.903 -0.009 0.009 0
Si 4.078 1.368 14.944 0.01 0.015 0.012
Si 1.395 9.471 15.072 -0.045 -0.014 -0.001
Si 4.104 6.781 14.985 -0.011 -0.019 -0.019
Si 1.389 14.955 15.119 0.007 0.002 -0.001
Si 4.132 12.239 15.142 -0.012 -0.012 0.021
Si 1.356 20.417 15.165 -0.026 -0.006 -0.009
Si 4.105 17.701 15.164 0.007 0.009 -0.012
Si 1.422 25.876 15.093 0 -0.007 0.007
Si 4.125 23.155 15.158 -0.026 -0.015 0.003
Si 1.382 31.326 14.999 0.008 -0.008 -0.003
Si 4.14 28.569 15.084 0.024 0.001 0.004
Si 1.421 36.738 14.925 0.007 0.004 0.022
Si 4.064 34.036 14.906 -0.014 0.001 -0.001
Si 1.354 42.182 14.951 -0.015 -0.021 0.007
Si 4.104 39.486 14.899 -0.006 0.008 -0.009
Si 1.297 47.652 14.872 0.003 0.008 -0.008
Si 4.056 44.864 14.921 0.012 -0.013 0.01
Si 1.315 53.117 14.849 -0.016 -0.003 -0.006
Si 4.008 50.366 14.849 0.003 0.002 -0.019
Si 1.37 58.568 14.973 0.013 -0.028 0.017
Si 4.046 55.88 14.918 -0.008 0.024 0.028
Si 1.351 63.973 14.904 -0.002 -0.018 0.002
Si 4.062 61.234 14.907 0.001 0.034 0.005
Si 6.811 4.067 15.007 0.007 0.007 0.016
Si 9.509 1.391 14.896 0.006 0.036 0
Si 6.832 9.535 15.073 -0.02 0.009 -0.005
Si 9.553 6.791 15.056 0.006 -0.012 -0.002
Si 6.816 14.957 15.166 0.007 0.028 -0.002
Si 9.579 12.231 15.113 0.026 0.007 0.004
Si 6.805 20.426 15.186 -0.001 0.034 0
Si 9.551 17.642 15.144 0.01 -0.003 -0.004
Si 6.802 25.867 15.103 -0.01 0.003 -0.005
Si 9.518 23.136 15.142 0.01 0.001 0
Si 6.867 31.244 14.944 0.021 0.002 -0.003
Si 9.566 28.573 15.004 0.01 -0.01 0.001
Si 6.78 36.777 14.855 0.003 -0.003 0.009
Si 9.557 34.036 14.809 0.01 -0.01 -0.029
Si 6.757 42.206 14.964 0.002 -0.001 0.019
Si 9.493 39.523 14.828 -0.012 0.014 0.004
Si 6.726 47.619 14.818 0.003 0.01 -0.011
Si 9.477 44.933 14.889 0.014 -0.003 -0.009
Si 6.751 53.074 14.81 0.001 0.011 -0.011
Si 9.508 50.305 14.787 0.001 -0.018 -0.012
Si 6.779 58.517 14.924 0.001 -0.02 -0.005
Si 9.494 55.803 14.852 -0.024 -0.006 -0.003
Si 6.81 63.98 14.893 0.038 0.004 0.008
Si 9.47 61.202 14.915 0.002 -0.009 0.002
Si 12.193 4.112 14.924 -0.009 0.014 -0.008
Si 14.927 1.326 14.896 0.026 0.006 -0.017
Si 12.274 9.506 15.1 0.006 -0.012 -0.003
Si 14.963 6.799 14.988 -0.035 -0.033 -0.025
Si 12.274 14.951 15.175 0.004 0.017 0.011
Si 15.003 12.178 15.128 -0.002 0.008 0.004
Si 12.217 20.414 15.099 -0.006 -0.013 0.006
Si 14.988 17.652 15.085 0.017 -0.004 -0.016
Si 12.269 25.912 15.09 0.012 0.01 -0.01
Si 15.028 23.107 15.084 -0.023 -0.024 0.005
Si 12.289 31.301 14.936 -0.001 -0.013 0.001
Si 15 28.578 15.039 0.03 0.004 0.001
Si 12.241 36.814 14.818 -0.023 -0.002 -0.008
Si 15.046 33.985 14.872 0.004 -0.013 0.01
Si 12.253 42.221 14.823 -0.007 -0.014 0.003
Si 14.989 39.511 14.897 -0.012 -0.019 0.007
Si 12.189 47.608 14.879 0.001 0.009 0.006
Si 14.95 44.945 14.889 -0.003 0.01 0.009
Si 12.262 53.049 14.831 0.018 -0.011 -0.006
Si 14.927 50.374 14.842 -0.027 0.006 -0.005
Si 12.194 58.514 14.869 -0.009 -0.006 0.013
Si 14.979 55.802 14.87 -0.021 0.02 -0.023
Si 12.27 63.948 14.923 0.035 -0.01 0.011
Si 14.951 61.302 14.941 -0.015 0.019 0.001
Si -0.092 -0.076 16.259 -0.032 -0.024 0.035
Si 2.657 2.705 16.285 -0.006 0.008 0.017
Si 0.023 5.428 16.273 -0.017 0.017 -0.022
Si 2.786 8.105 16.406 0.061 -0.023 0
Si 0 10.751 16.471 -0.007 -0.029 0.024
Si 2.781 13.645 16.484 0.01 0.039 0.032
Si -0.032 16.269 16.469 -0.019 -0.025 -0.002
Si 2.681 19.021 16.517 -0.009 -0.015 0.018
Si -0.002 21.782 16.549 -0.006 -0.015 0.037
Si 2.807 24.578 16.503 0.036 0.03 -0.014
Si 0.024 27.22 16.424 -0.013 0.01 0.006
Si 2.787 30.008 16.359 0.002 0.014 -0.005
Si 0.025 32.681 16.384 -0.036 0.021 0.002
Si 2.746 35.361 16.36 0.01 0 -0.022
Si 0.086 38.168 16.224 0.016 0.009 0.01
Si 2.806 40.856 16.303 -0.005 0.024 -0.003
Si -0.041 43.576 16.263 0.003 -0.006 0.017
Si 2.66 46.259 16.185 -0.012 -0.015 -0.007
Si -0.084 49.019 16.225 0.007 0.001 0
Si 2.595 51.698 16.191 -0.009 -0.005 0.039
Si 0.03 54.493 16.265 0.007 0.009 0.012
Si 2.702 57.2 16.398 0.026 0.002 -0.021
Si 0.028 59.999 16.293 0.01 0.04 0.002
Si 2.758 62.651 16.256 -0.003 0.001 -0.003
Si 5.529 0.061 16.27 -0.006 0.006 0.021
Si 8.199 2.709 16.358 -0.019 -0.004 0
Si 5.405 5.401 16.36 0.035 -0.032 -0.011
Si 8.181 8.158 16.407 0.007 -0.011 0.028
Si 5.493 10.863 16.512 0.004 0.001 -0.007
Si 8.196 13.562 16.479 -0.003 0.014 -0.011
Si 5.489 16.378 16.536 0.02 -0.015 0.008
Si 8.168 19 16.477 -0.058 -0.027 -0.026
Si 5.434 21.791 16.581 0.034 -0.022 0.022
Si 8.116 24.495 16.481 -0.003 -0.004 0.019
Si 5.493 27.231 16.527 -0.01 -0.001 0.011
Si 8.218 29.901 16.378 -0.018 0.003 0.015
Si 5.475 32.655 16.163 -0.019 -0.006 -0.024
Si 8.267 35.479 16.112 -0.004 -0.004 0.002
Si 5.414 38.094 16.268 -0.013 -0.005 0.023
Si 8.159 40.826 16.272 0.007 0.016 0.018
Si 5.404 43.55 16.403 -0.014 -0.013 -0.015
Si 8.043 46.277 16.216 0.012 -0.002 -0.011
Si 5.398 49.004 16.168 -0.002 -0.008 0.027
Si 8.121 51.65 16.083 -0.001 -0.009 -0.035
Si 5.433 54.465 16.17 0.01 -0.007 0.01
Si 8.157 57.142 16.269 0.042 0.022 0.01
Si 5.387 59.848 16.28 0.013 -0.026 0.025
Si 8.106 62.566 16.263 -0.024 -0.014 0.001
Si 10.887 0.019 16.188 -0.017 0.015 -0.019
Si 13.521 2.69 16.195 -0.029 -0.033 0.008
Si 10.919 5.429 16.431 0.004 0.013 0.017
Si 13.623 8.101 16.434 0.036 0.021 -0.011
Si 10.93 10.873 16.491 0.012 -0.011 0.016
Si 13.66 13.563 16.497 0.001 0.02 -0.015
Si 10.887 16.305 16.566 -0.001 0.008 -0.007
Si 13.599 19.024 16.375 -0.026 -0.035 -0.051
Si 10.867 21.765 16.503 -0.014 0.013 0.036
Si 13.661 24.507 16.358 -0.011 0.027 -0.033
Si 10.919 27.311 16.458 0.023 0.019 0.027
Si 13.643 29.975 16.361 0.001 -0.006 -0.003
Si 10.865 32.667 16.196 0.005 0.026 0.023
Si 13.652 35.415 16.052 0.004 0.007 -0.01
Si 10.886 38.215 16.17 0.028 -0.017 0.01
Si 13.621 40.913 16.225 0.026 0.037 -0.004
Si 10.93 43.594 16.178 0.004 0.006 0.006
Si 13.608 46.321 16.266 -0.009 -0.003 -0.007
Si 10.796 48.949 16.218 -0.023 -0.002 0.035
Si 13.649 51.752 16.241 0.028 -0.01 0.025
Si 10.831 54.357 16.127 -0.014 0.016 -0.009
Si 13.602 57.169 16.176 -0.023 -0.026 -0.018
Si 10.755 59.757 16.27 -0.047 -0.054 -0.005
Si 13.575 62.593 16.377 -0.039 0.012 -0.011
Si 1.2 1.347 17.563 0.023 0.071 -0.026
Si 4.048 3.986 17.7 0.007 0.041 0.025
Si 1.401 6.712 17.695 -0.004 -0.03 0.054
Si 4.141 9.431 17.834 -0.043 -0.023 0.046
Si 1.413 12.159 17.7 -0.008 0.004 -0.018
Si 4.105 15.071 17.893 -0.088 0.028 -0.034
Si 1.236 17.669 17.833 0.047 0.034 -0.011
Si 3.998 20.404 17.89 -0.016 -0.006 -0.01
Si 1.432 23.225 17.817 -0.004 -0.006 0.023
Si 4.155 25.902 17.981 -0.004 -0.023 -0.005
Si 1.393 28.668 17.694 -0.041 0.039 -0.001
Si 4.212 31.383 17.666 -0.006 0 -0.006
Si 1.406 34.008 17.79 0.024 0.01 -0.009
Si 4.124 36.724 17.719 0.004 0.019 0.001
Si 1.488 39.483 17.646 0.015 -0.042 -0.002
Si 4.091 42.154 17.837 0.003 -0.025 0.016
Si 1.347 44.92 17.601 -0.003 0.018 -0.023
Si 3.987 47.67 17.477 -0.007 0.013 -0.02
Si 1.182 50.406 17.622 -0.01 0.034 -0.006
Si 3.972 53.128 17.404 0.005 0.009 -0.036
Si 1.319 55.821 17.765 0.01 0.042 0.02
Si 4.1 58.543 17.782 0 0.01 0.004
Si 1.38 61.412 17.69 -0.025 0.01 0.025
Si 4.185 64.011 17.561 -0.03 -0.038 0.005
Si 6.871 1.352 17.755 0.003 -0.014 0.014
Si 9.539 4.049 17.765 -0.011 -0.012 -0.011
Si 6.778 6.772 17.697 -0.012 0.001 -0.008
Si 9.535 9.5 17.818 -0.009 0.006 -0.016
Si 6.896 12.203 17.893 0.006 -0.015 0.007
Si 9.466 14.927 17.902 -0.024 0.039 0.04
Si 6.837 17.734 17.963 0.021 0 -0.008
Si 9.497 20.329 17.831 0.011 0.013 0.049
Si 6.781 23.188 17.974 0.002 0.077 0
Si 9.485 25.925 17.733 -0.019 -0.025 -0.014
Si 6.896 28.599 17.865 0 -0.013 0.012
Si 9.64 31.257 17.658 0.046 -0.007 -0.009
Si 6.941 34.027 17.318 -0.005 -0.017 -0.012
Si 9.533 36.89 17.53 -0.011 0.008 -0.003
Si 6.811 39.394 17.626 0.026 0.008 0.011
Si 9.574 42.266 17.52 0.001 -0.041 -0.037
Si 6.745 45.005 17.723 -0.008 0 0.008
Si 9.315 47.651 17.595 -0.002 0.051 0.009
Si 6.798 50.352 17.499 0.023 -0.008 -0.003
Si 9.494 52.916 17.447 0.009 -0.019 -0.004
Si 6.892 55.676 17.58 0.027 -0.046 -0.003
Si 9.418 58.444 17.793 -0.044 0.006 -0.001
Si 6.689 61.227 17.638 0.03 0.032 -0.003
Si 9.54 63.969 17.482 0.059 0.014 0.052
Si 12.17 1.373 17.61 -0.028 0.021 0.029
Si 14.904 4.039 17.474 0.008 0.001 0.009
Si 12.285 6.772 17.849 -0.012 -0.005 -0.04
Si 14.995 9.338 17.887 0.033 -0.004 -0.012
Si 12.311 12.229 17.874 0.004 -0.011 0.019
Si 15.025 14.875 17.9 0.032 -0.025 0.001
Si 12.337 17.7 17.831 0.01 -0.009 -0.003
Si 14.831 20.375 17.798 -0.022 -0.007 0.052
Si 12.286 23.213 17.727 0.028 0 0.021
Si 15.014 25.786 17.774 0.008 -0.006 0.016
Si 12.328 28.695 17.832 -0.025 -0.035 -0.01
Si 14.934 31.369 17.756 0.006 0 0.009
Si 12.218 34.157 17.365 -0.014 0.022 -0.038
Si 15.033 36.712 17.404 0 -0.004 -0.051
Si 12.244 39.568 17.54 -0.038 0.002 -0.018
Si 14.932 42.26 17.667 -0.016 0.02 0.013
Si 12.269 44.936 17.593 -0.003 -0.013 0
Si 14.952 47.695 17.671 -0.024 0 0.004
Si 12.268 50.296 17.464 0.012 -0.003 -0.046
Si 15.069 53.117 17.636 -0.026 -0.056 -0.008
Si 12.203 55.731 17.402 0.005 0.016 -0.013
Si 14.987 58.547 17.518 -0.047 0.019 0.083
Si 12.134 61.102 17.553 0.056 0.042 0.008
Si 14.928 63.984 17.795 0.005 -0.022 -0.006
Si -0.318 2.573 18.885 -0.05 -0.113 0.003
Si 1.698 -1.054 20.345 -0.242 0.007 -0.455
Si 0.063 7.906 19.226 -0.024 0.026 0.05
Si 2.51 5.136 19.06 -0.254 -0.437 -0.459
Si 0.171 13.487 19.166 0.225 0.312 -0.426
Si 2.862 10.941 19.079 0.317 0.228 -0.439
Si -0.168 19.022 19.186 -0.007 -0.081 0.064
Si 2.532 16.336 19.258 -0.108 -0.412 -0.309
Si 0.069 24.516 19.237 0.035 0.063 -0.008
Si 2.679 21.823 19.234 0.075 0.01 0.035
Si -0.072 29.906 19.083 -0.306 -0.334 -0.35
Si 2.761 27.42 19.159 0.004 0.002 0.016
Si -0.087 35.422 18.957 0.008 -0.013 0.076
Si 2.936 32.727 19.123 0.014 0.03 0.097
Si 0.135 40.936 18.898 0.013 0.05 -0.016
Si 2.626 37.963 19.123 -0.011 -0.032 0.108
Si 0.027 46.314 18.969 0.013 -0.011 0.04
Si 2.669 43.633 19.09 0.014 0.015 0.032
Si -0.012 51.789 19.188 0.009 0.035 0.067
Si 2.586 48.993 18.817 -0.017 -0.033 0.024
Si -0.053 57.304 19.055 0.038 -0.015 0.045
Si 2.7 54.301 18.982 -0.025 -0.02 0.044
Si 0.134 62.843 19.199 0.033 -0.048 0.016
Si 2.761 60.103 19.083 0.045 0.009 0.014
Si 5.481 2.741 19.093 -0.006 0.03 0.029
Si 8.284 -0.109 19 -0.008 -0.016 0.008
Si 5.531 8.087 19.199 0.015 -0.05 0.079
Si 8.126 5.426 19.038 -0.005 0.003 0.061
Si 5.599 13.713 19.139 0.008 0.009 0.005
Si 8.215 10.809 19.309 -0.015 -0.001 0.007
Si 5.398 19.131 19.269 0.013 -0.024 0.066
Si 8.189 16.346 19.364 0.011 -0.053 0.037
Si 5.449 24.521 19.497 0 -0.021 0.056
Si 8.082 21.647 19.206 -0.125 -0.06 -0.064
Si 5.571 30.086 19.126 0.029 0.007 0.013
Si 8.246 27.219 19.267 -0.03 0.018 0.056
Si 5.761 35.351 18.761 0.036 0.023 0.033
Si 8.236 32.739 18.748 -0.012 0.001 0.04
Si 5.6 40.738 19.113 0.086 0.316 -0.373
Si 8.189 38.084 19.067 -0.021 -0.046 0.034
Si 5.289 46.457 18.989 0.037 -0.028 0.05
Si 8.279 43.642 18.922 0.005 0.001 0.026
Si 5.353 51.77 18.641 -0.004 0.02 0.027
Si 8.001 49.044 19.069 0.004 -0.052 0.046
Si 5.487 56.936 18.942 0.003 0.075 0.025
Si 8.208 54.174 18.906 -0.047 0.036 0.044
Si 5.458 62.688 19.061 0.038 -0.012 -0.021
Si 8.023 59.955 19.119 0.325 0.116 -0.379
Si 10.885 2.668 19.121 -0.006 -0.052 0.05
Si 13.549 0.14 19.038 0.037 0.051 0.04
Si 10.864 8.12 19.193 0.005 0.014 0.053
Si 13.734 5.32 19.027 0.016 0.096 0.098
Si 10.86 13.554 19.213 0.004 -0.015 0.019
Si 13.581 10.713 19.191 0.003 0.011 0.001
Si 11.002 19.095 19.188 0.016 -0.055 0.01
Si 13.616 16.249 19.211 -0.041 -0.012 0.047
Si 10.955 24.66 19.001 0.257 0.291 -0.372
Si 13.512 21.83 19.154 0.024 0.012 -0.014
Si 11.027 30.129 19.256 0.013 0.035 0.009
Si 13.632 27.139 19.077 -0.016 0.021 0.031
Si 11.003 35.584 18.753 -0.012 -0.023 0.016
Si 13.431 32.873 18.825 -0.022 -0.046 0.05
Si 10.927 40.956 18.937 -0.003 0.037 0.025
Si 13.693 38.113 18.653 -0.006 0.015 0.049
Si 10.786 46.295 18.799 -0.008 -0.03 0.031
Si 13.609 43.676 19.117 0.037 0.027 0.014
Si 10.881 51.582 18.784 0 -0.011 0.048
Si 13.584 49.106 18.994 -0.002 0.019 0.065
Si 10.849 56.876 18.913 -0.031 0.021 0.064
Si 13.61 54.508 18.802 0.049 0.04 0.038
Si 10.723 62.459 18.808 -0.354 -0.132 -0.519
Si 13.459 59.696 18.88 -0.338 -0.425 -0.457
Si 0.781 4.019 20.206 0.026 0.401 -0.461
Si 4.098 1.268 20.231 0.029 0.261 -0.714
Si 0.896 9.308 20.96 -0.266 -0.422 -0.367
Si 4.559 6.65 20.777 0.288 0.346 -0.493
Si 1.766 14.518 20.488 -0.208 0.308 -0.767
Si 4.107 12.464 20.321 0.063 -0.177 -0.722
Si 0.756 20.916 20.205 0.028 0.002 -0.066
Si 4.443 17.774 20.909 0.138 0.501 -0.302
Si 1.222 26.228 20.468 0.041 -0.208 -0.687
Si 4.157 22.886 20.779 -0.059 0.237 -0.619
Si 2.328 30.998 20.615 0.532 -0.013 -0.48
Si 3.843 29.138 20.413 -0.139 0.167 -0.427
Si 0.879 36.947 20.416 0.213 -0.159 -0.675
Si 4.66 33.923 20.176 -0.178 -0.018 -0.669
Si 1.028 42.555 20.402 0.214 -0.161 -0.738
Si 3.842 38.822 20.897 -0.162 -0.169 -0.591
Si 1.544 47.501 20.299 -0.085 0.109 -0.702
Si 3.767 45.315 20.348 0.052 -0.176 -0.704
Si 1.827 52.722 20.506 -0.299 0.054 -0.671
Si 3.947 50.479 19.915 -0.08 0.031 -0.477
Si 1.234 58.894 20.358 0.028 -0.087 -0.735
Si 4.363 55.326 20.209 -0.098 0.111 -0.698
Si 2.777 65.457 18.72 0.027 -0.007 0.007
Si 3.744 61.847 20.459 0.053 -0.132 -0.705
Si 6.613 4.322 20.424 0.043 -0.138 -0.755
Si 9.809 0.996 20.42 -0.079 0.178 -0.794
Si 7.103 9.16 20.601 -0.109 0.145 -0.696
Si 9.279 6.919 20.398 0.068 -0.042 -0.692
Si 6.446 15.307 20.645 0.507 -0.254 -0.557
Si 9.79 11.979 20.608 -0.108 0.116 -0.609
Si 6.453 20.683 20.607 0.066 -0.032 -0.629
Si 9.931 17.494 20.485 -0.141 0.018 -0.676
Si 7.003 25.837 20.809 -0.064 -0.001 -0.782
Si 9.75 22.341 20.614 0.147 -0.589 -0.302
Si 6.823 31.743 20.314 0.022 -0.267 -0.593
Si 9.922 28.425 20.439 -0.193 0.088 -0.712
Si 7.362 36.188 20.304 -0.1 0.326 -0.731
Si 9.642 34.143 19.928 0.034 0.04 -0.483
Si 7.259 41.995 20.185 -0.149 -0.079 -0.676
Si 9.384 39.752 20.208 0.088 -0.08 -0.705
Si 6.087 48.232 20.336 0.274 -0.086 -0.713
Si 9.808 44.792 20.314 -0.124 0.133 -0.673
Si 6.509 53.084 20.147 0.199 -0.014 -0.709
Si 9.796 50.072 20.238 -0.187 0.096 -0.675
Si 6.294 58.009 20.824 0.015 -0.358 -0.545
Si 9.953 55.064 20.195 0.013 0.101 -0.731
Si 7.311 63.506 20.292 0.199 -0.176 -0.444
Si 9.019 61.742 20.204 -0.438 0.173 -0.496
Si 12.671 3.686 20.261 0.093 -0.264 -0.567
Si 14.284 1.882 20.417 -0.022 0.182 -0.555
Si 11.969 9.707 20.521 -0.033 -0.163 -0.669
Si 15.633 5.958 20.33 -0.045 -0.246 -0.684
Si 11.989 15.13 20.509 0.174 -0.079 -0.681
Si 14.921 11.415 20.965 -0.258 -0.236 -0.416
Si 11.745 20.948 20.482 -0.076 -0.025 0.01
Si 14.894 17.585 20.634 0.051 0.022 -0.696
Si 12.026 26.106 20.43 0.232 -0.1 -0.594
Si 15.396 22.645 20.324 0.176 -0.06 -0.523
Si 11.917 32.097 20.441 0.067 -0.328 -0.672
Si 15.185 28.244 20.328 -0.059 0.182 -0.735
Si 12.497 36.786 20.123 -0.371 0.416 -0.032
Si 14.512 34.441 20.131 0.11 -0.055 -0.646
Si 11.992 42.523 20.385 0.201 -0.157 -0.684
Si 15.245 39.28 19.902 0.093 -0.119 -0.587
Si 11.967 47.812 20.062 0.08 0.074 -0.636
Si 15.228 44.886 20.425 -0.309 0.091 -0.656
Si 12.284 52.994 19.983 0.047 -0.032 -0.401
Si 14.536 50.796 20.409 0.114 -0.084 -0.654
Si 12.549 57.905 20.097 0.297 -0.247 -0.564
Si 14.406 56.309 20.11 -0.266 0.261 -0.638
Si 12.267 64.409 20.614 0.233 0.367 -0.416
Si 15.56 61.25 20.656 0.361 0.357 -0.42
Si 0.792 9.28 30.078 0.129 0.042 -0.004
Si 18.925 -13.526 28.88 0.055 0.047 0.054
Si 10.941 5.034 22.413 0.049 -0.04 -0.106
Si 13.259 20.827 28.006 -0.034 -0.146 -0.04
Si -4.896 12.986 27.974 0.006 -0.037 0.148
Si -14.136 24.466 22.788 0.074 -0.227 -0.148
Si 11.781 25.045 29.836 -0.049 0.077 0.162
Si 2.787 15.146 27.146 -0.056 0.011 0.128
Si 14.799 29.701 22.896 -0.023 -0.069 0.085
Si 4.273 45.944 27.519 0.03 0.029 0.118
Si 0.597 41.582 29.544 0.074 0.061 -0.049
Si 11.172 58.363 22.948 0.08 -0.033 -0.202
Si -10.542 65.177 22.212 0.126 -0.13 -0.019
Si -23.794 44.599 29.792 -0.005 0.06 0.089
Si 8.982 9.483 29.098 -0.074 -0.052 0.059
Si 1.764 1.67 22.022 -0.105 -0.08 -0.176
Si 16.182 15.431 22.617 -0.073 0.178 -0.053
Si -5.041 0.781 24.814 0.082 0.017 -0.064
Si 3.162 18.561 23.488 0.138 -0.063 -0.019
Si 4.684 22.552 26.886 0.035 0.099 0.049
Si -5.533 8.712 25.398 0.026 -0.196 0.052
Si 3.821 35.795 24.878 -0.043 -0.105 -0.021
Si -10.003 30.299 29.477 -0.012 0.041 0.099
Si -1.766 33.895 29.71 -0.024 0.001 0
Si 3.431 32.926 25.909 -0.006 -0.024 0.007
Si 14.282 32.519 22.379 -0.172 0.133 -0.17
Si 36.21 57.558 22.027 0.102 0.002 -0.217
Si 29.663 49.923 26.774 0.024 -0.028 -0.072
Si 11.895 54.189 29.294 -0.14 0.095 0.15
Si 10.104 62.361 27.68 0.022 -0.003 -0.134
Si 3.683 66.54 29.59 0.043 0.023 0.028
Si 32.735 52.981 29.444 -0.029 -0.077 0.049
Si 4.716 -4.031 23.421 -0.051 0.053 -0.06
Si 7.785 -3.965 29.183 0.027 -0.063 0.093
Si 9.072 13.435 23.358 -0.092 0.026 -0.109
Si 6.772 26.268 27.179 -0.062 0.107 0.024
Si 6.699 12.079 25.064 0.069 0.053 -0.067
Si 14.983 21.644 25.872 -0.053 0.036 -0.109
Si -4.159 34.279 27.933 -0.072 0.009 0.035
Si 18.17 12.579 28.058 -0.078 0.128 0.146
Si 17.407 9.718 27.058 0.116 -0.044 0.043
Si 27.184 36.704 24.47 -0.035 0.05 0.177
Si 15.475 38.136 27.576 0.155 -0.066 0.068
Si 17.948 55.581 25.713 0.055 0.04 -0.031
Si -2.156 40.104 29.325 0.004 0.035 -0.083
Si 8.875 38.535 29.868 -0.13 -0.072 0.092
Si 6.551 71.151 28.696 -0.049 -0.055 -0.027
Si 16.937 47.526 29.777 -0.065 0.022 0.164
Si 17.558 16.746 24.897 0.009 -0.014 0.002
Si 3.125 8.375 22.936 -0.052 0.016 -0.156
Si 22.276 -13.534 26.827 -0.01 0.138 0.032
Si -12.343 19.801 26.31 -0.074 0.059 0.037
Si -0.355 22.784 23.264 -0.03 -0.003 0.001
Si -4.092 21.187 22.747 -0.105 0.071 -0.55
Si -10.716 35.68 29.919 -0.038 -0.137 0.093
Si -4.522 24.409 23.063 -0.078 -0.095 -0.149
Si 5.686 28.507 25.634 0.066 0.056 -0.013
Si 12.609 43.964 24.441 -0.042 -0.074 0.009
Si -1.759 41.476 24.736 0.024 0.025 0.063
Si 1.933 47.685 27.084 -0.019 0.016 0.032
Si 3.606 50.13 26.423 -0.022 0.056 -0.049
Si 6.03 55.791 28.441 -0.003 -0.144 0.08
Si 2.086 32.386 23.386 -0.026 0.058 0.124
Si 11.853 69.098 29.788 -0.133 0.018 0.07
Si 6.894 62.775 24.938 -0.075 -0.008 0.105
Si 9.229 12.283 29.853 -0.001 -0.001 0.157
Si -2.952 -3.328 25.579 -0.024 -0.066 -0.009
Si 4.261 -7.542 29.63 -0.115 0.077 0.097
Si 5.859 -4.266 27.166 -0.034 0.085 -0.085
Si 4.666 5.151 26.583 -0.055 0.1 -0.013
Si -9.08 23.659 25.599 -0.01 -0.028 -0.032
Si 8.752 23.974 22.809 0.049 -0.029 0.011
Si 7.674 16.094 26.364 0.036 0.014 -0.101
Si -2.964 26.403 24.95 -0.053 0.068 -0.164
Si 11.539 38.185 21.83 0.327 -0.24 -0.682
Si 8.493 32.692 26.765 0.023 -0.015 0.056
Si 9.942 39.99 27.333 -0.054 0.064 -0.121
Si 21.659 38.381 25.817 0.071 -0.026 -0.051
Si 22.477 7.429 26.293 0.003 -0.163 0.016
Si 9.556 3.28 24.315 -0.012 0.078 0.011
Si 11.858 9.948 28.092 -0.111 0.038 -0.017
Si -7.35 21.249 26.858 -0.06 0.027 -0.061
Si 27.968 13.897 24.923 -0.031 0.17 -0.012
Si 10.727 16.711 25.761 -0.079 0.105 0.008
Si 9.612 33.403 29.499 0.043 0.025 0.005
Si 12.646 40.742 26.773 0.026 -0.056 0.082
Si 20.173 28.505 29.86 0.03 0.11 0.018
Si 9.66 43.92 24.648 0.08 -0.125 -0.164
Si 7.198 19.809 30.151 0.054 0.06 0.039
Si 6.795 53.105 29.535 0.069 -0.015 0.116
Si 29.616 36.435 26.228 0.03 -0.046 0.089
Si 16.921 40.819 26.598 -0.029 0.031 0.042
Si 9.166 58.559 29.515 0.073 0.006 0.254
Si 8.417 47.098 27.907 -0.13 -0.021 0.175
Si 8.549 56.585 22.558 -0.074 0.161 -0.133
Si 14.278 56.067 29.954 -0.001 0.178 0.01
Si 18.924 88.435 28.968 0.081 -0.044 0.009
Si -6.952 -10.182 24.867 -0.031 -0.025 -0.08
Si -13.659 -6.988 27.009 -0.155 -0.049 0.104
Si 11.512 -5.353 26.613 0.008 0.121 0.005
Si -8.209 9.513 26.058 -0.047 0.04 0.071
Si 3.974 2.146 26.565 0.051 -0.051 0.139
Si -9.298 25.206 29.859 0.092 0.022 0.172
Si -1.144 18.507 25.686 -0.184 -0.012 -0.033
Si 0.212 36.219 29.502 0.159 0.015 0.109
Si 5.229 10.63 22.656 0.053 -0.099 -0.132
Si 2.931 41.301 22.37 -0.023 -0.102 0
Si 1.256 35.334 23.183 -0.039 0.024 0.029
Si 6.816 37.404 28.071 0.025 -0.013 0.017
Si -2.774 51.712 29.231 -0.006 -0.077 0.029
Si 13.447 46.267 22.434 0.114 0.07 0.031
Si -2.066 59.486 26.701 -0.021 0.046 0.004
Si 3.461 40.921 25.442 0.06 -0.127 -0.013
Si -0.772 55.124 27.555 -0.014 0.046 0.048
Si 3.879 53.945 27.164 0.021 -0.072 -0.007
Si -3.267 -0.515 27.024 -0.028 -0.08 -0.106
Si 13.833 7.762 27.72 -0.026 0.053 0.062
Si 1.192 1.923 25.169 -0.097 0.14 -0.236
Si -3.974 15.453 29.79 -0.148 0.076 0.113
Si -2.692 13.529 22.72 -0.049 -0.055 -0.158
Si 17.541 14.94 29.713 -0.169 0.015 -0.16
Si 16.845 32.229 25.867 0.085 -0.047 -0.005
Si -10.36 31.311 26.582 -0.159 0.016 0.065
Si -8.074 30.057 22.504 0.032 0.069 -0.048
Si 8.64 52.216 25.177 0.013 -0.069 -0.009
Si 0.273 59.915 28.456 0.085 0.057 0.137
Si 9.506 46.431 22.986 -0.129 -0.17 -0.204
Si -0.761 64.97 25.625 -0.04 -0.028 -0.145
Si 11.263 47.769 27.047 -0.016 -0.01 -0.105
Si 17.823 51.049 24.512 -0.043 -0.122 -0.081
Si 15.263 8.71 25.098 0.076 0.026 -0.053
Si 12.765 -10.48 26.636 0.075 0.042 -0.003
Si 20.802 12.393 29.679 -0.017 0.045 -0.094
Si 4.887 -0.436 25.11 0.021 0.024 -0.086
Si 12.713 29.33 25.203 0.095 0.062 0.056
Si 10.697 42.817 27.148 0.009 -0.119 0.047
Si 8.111 18.808 22.593 -0.077 -0.015 -0.092
Si 10.662 33.781 25.331 0.006 -0.035 0.081
Si 16.378 23.879 27.394 -0.008 0.143 -0.091
Si 14.458 19.143 22.986 -0.082 -0.005 -0.079
Si 8.283 38.094 25.714 -0.11 -0.017 -0.071
Si 13.971 25.72 27.957 0.027 0.004 0.09
Si 10.057 31.037 24.944 -0.006 0.029 -0.071
Si 10.922 61.311 22.715 -0.075 0.032 -0.097
Si 0.925 53.859 23.411 0.137 0.037 -0.212
Si 7.052 48.328 23.129 -0.07 0.057 -0.14
Si 19.7 62.416 25.799 0.132 0.076 -0.012
Si 11.982 -1.334 29.643 -0.008 -0.015 0.111
Si -3.242 8.653 23.302 0.12 0.046 -0.038
Si 6.154 22.309 29.399 0.008 0.05 0.199
Si 6.787 18.989 27.401 0.011 -0.039 0.064
Si -0.523 20.108 29.584 0.019 -0.033 0.185
Si 6.456 46.661 25.454 0.002 0.001 0.069
Si 14.508 45.603 29.601 0.075 0.023 0.083
Si -1.11 29.65 26.906 -0.05 0.051 -0.1
Si 11.375 50.973 24.596 -0.055 -0.038 0.037
Si 16.016 48.909 25.436 0.03 0.084 0.027
Si -18.167 55.084 22.991 -0.029 0.009 -0.021
Si -8.427 51.248 22.366 0.017 -0.085 -0.121
Si -4.43 53.802 23.93 0.035 0.026 0
Si 9.535 57.764 26.529 -0.089 0.027 0.096
Si -3.831 44.992 27.447 0.092 -0.081 -0.071
Si 15.026 69.081 25.072 -0.004 -0.089 0.042
Si -1.241 7.149 30.201 -0.088 -0.012 0.031
Si -7.421 4.444 29.837 0.03 0.059 0.052
Si 3.292 7.716 25.963 0.011 -0.137 -0.008
Si 2.345 19.898 28.942 0.052 0.064 0.1
Si 1.745 25.648 25.402 -0.059 -0.064 -0.02
Si 5.675 14.067 27.291 -0.102 -0.042 0.043
Si 12.949 17.755 27.78 0.038 -0.006 0.005
Si 7.487 15.821 23.33 -0.018 0.03 -0.047
Si 5.727 28.117 22.644 -0.007 0.018 -0.093
Si 5.171 42.995 27.085 -0.032 0.014 -0.036
Si -1.377 28.285 29.607 0.044 0.011 0.045
Si -0.335 27.732 24.619 -0.089 0.022 0.024
Si -5.499 22.232 29.254 -0.027 -0.029 0.005
Si -1.281 34.32 24.705 0.128 -0.017 -0.073
Si 4.991 36.155 22.145 0.027 -0.003 -0.131
Si 5.95 47.594 29.691 -0.047 0.14 -0.048
Si 6.503 42.624 29.669 0.036 -0.053 0.14
Si 4.39 58.559 24.667 -0.011 0.036 -0.044
Si 5.224 43.258 22.09 -0.088 0.066 -0.076
Si 0.6 62.73 27.123 -0.074 -0.02 0.028
Si 14.015 1.171 23.54 0.059 0.064 -0.148
Si 29.767 -8.117 24.888 -0.039 0.01 -0.126
Si 9.875 -1.882 24.722 -0.047 -0.02 0.08
Si -5.611 5.651 25.265 -0.089 0.138 -0.004
Si 34.11 -1.049 29.646 0.013 -0.077 0.205
Si 17.267 20.328 22.402 -0.11 0.145 -0.601
Si 15.052 6.441 23.402 0.032 0.004 0.038
Si 26.448 19.61 24.575 0.009 -0.063 0.039
Si 20.202 26.991 27.297 0.159 0.104 -0.031
Si 11.816 48.039 23.92 0.139 0.054 0.058
Si 13.477 40.55 22.14 -0.129 0.012 0.023
Si 0.088 49.344 22.518 0.004 0.071 -0.082
Si 6.768 43.789 24.595 0.032 -0.055 -0.026
Si 6.614 58.097 26.477 -0.038 0.039 -0.033
Si 24.069 67.569 22.461 0.008 -0.047 -0.175
Si 29.312 70.226 27.145 0.139 0.076 -0.091
Si 13.584 62.504 22.533 -0.032 0.008 -0.08
O 6.273 -1.168 25.521 0.288 0.113 0.528
O 3.467 -3.497 24.295 -0.583 0.248 -0.129
O 10.192 -2.192 26.274 -0.004 0.1 0.005
O 0.976 -13.539 28.892 -0.304 -0.67 0.1
O 10.132 3.706 22.849 -0.091 -0.298 -0.467
O -8.946 10.937 25.981 -0.077 0.199 0.538
O 7.987 5.048 28.652 -0.027 -0.063 -0.504
O 0.758 19.581 28.754 -0.014 -0.496 -0.616
O -2.119 2.512 24.435 -0.217 0.098 -0.012
O -2.049 8.149 26.242 -0.284 -0.129 0.025
O -3.185 9.037 28.456 0.069 0.199 0.709
O -3.243 16.728 29.055 0.448 0.143 0.238
O 3.91 9.785 23.045 -0.112 0.344 0.548
O -2.754 7.107 23.312 -0.496 -0.427 0.035
O -6.547 21.81 28.127 -0.22 0.39 -0.068
O 2.862 19.103 30.266 0.133 0.046 -0.452
O -6.205 31.994 30.111 -0.073 -0.465 -0.385
O 2.989 13.511 20.865 0.151 0.21 0.474
O -1.365 18.913 30.279 -0.281 -0.034 -0.518
O 3.251 32.337 30.66 -0.521 0.518 0.034
O 2.583 21.493 29.13 0.234 -0.108 0.036
O -0.154 27.771 30.544 0.297 0.18 -0.286
O 3.565 19.052 24.958 -0.226 -0.251 0.026
O -4.008 21.856 28.795 0.227 0.067 0.314
O -1.86 38.639 28.743 -0.068 -0.61 0.221
O 2.068 40.451 26.093 0.196 -0.48 -0.093
O -2.412 35.263 25.328 -0.298 -0.059 -0.243
O -4.404 36.243 31.411 0.087 0.09 -0.736
O -1.143 31.194 22.459 0.272 0.241 -0.067
O -3.07 40.024 30.635 -0.144 -0.374 -0.023
O -0.158 38.192 20.724 0.088 0.225 0.186
O -6.603 47.989 27.544 -0.112 0.379 0.039
O -0.103 43.653 20.847 -0.018 -0.118 0.521
O 6.308 47.977 24.517 -0.445 0.38 0.102
O -19.233 33.502 28.621 0.022 -0.361 -0.046
O 0.626 47.751 26.103 -0.121 -0.447 -0.304
O -3.035 50.761 30.499 -0.261 -0.177 -0.066
O -3.272 54.334 22.939 -0.045 -0.041 -0.539
O 7.249 50.895 32.031 -0.245 -0.051 -0.267
O -6.712 57.832 28.146 0.085 -0.19 -0.061
O 3.385 59.146 25.798 -0.311 0.433 0.141
O 7.369 51.766 26.066 -0.026 -0.043 0.235
O 5.699 53.404 30.701 -0.423 -0.354 -0.291
O -3.326 63.062 30.463 0.178 -0.101 -0.323
O 17.569 52.631 24.412 0.175 -0.001 0.393
O -1.587 61.269 31.216 -0.001 0.406 -0.395
O 0.925 -1.432 28.181 -0.172 0.42 -0.158
O 2.654 -10.851 26.275 -0.193 -0.093 -0.257
O 11.32 5.804 23.772 0.651 0.278 0.087
O 8.254 13.4 30.496 -0.301 0.011 -0.271
O 8.947 1.478 21.709 0.041 -0.252 0.314
O 5.176 11.067 30.267 0.036 -0.422 -0.487
O 6.221 6.117 30.233 0.42 0.4 0.177
O 4.838 -0.467 23.48 -0.585 -0.072 -0.067
O 7.417 17.373 22.874 -0.25 0.06 0.051
O 0.631 24.724 26.132 -0.221 0.211 -0.208
O 17.197 13.459 29.066 -0.366 -0.07 0.327
O -0.023 15.853 30.287 -0.389 -0.112 -0.374
O 4.072 13.176 31.043 0.166 0.314 0.09
O 6.416 19.016 28.983 -0.443 -0.23 0.372
O 8.511 18.971 30.549 0.299 -0.104 -0.507
O 12.165 11.541 28.236 0.366 0.051 -0.016
O 2.154 17.327 23.709 0.165 -0.419 -0.489
O 5.701 32.826 20.849 -0.093 0.07 0.553
O 9.3 16.11 26.284 0.165 -0.121 0.044
O -4.284 30.717 31.288 -0.22 -0.034 -0.139
O 19.023 26.221 26.556 0.007 -0.346 0.057
O 9.293 28.102 31.364 0.073 -0.25 -0.121
O -2.689 29.772 26.478 -0.323 0.145 0.389
O -2.904 40.972 28.174 -0.201 0.556 0.171
O 4.952 34.211 30.012 -0.225 -0.009 -0.459
O 11.151 37.127 22.961 0.071 -0.617 -0.017
O 8.938 30.535 23.886 -0.357 0.157 0.102
O 21.608 32.869 32.306 -0.056 -0.028 0.186
O 6.198 35.953 28.439 0.053 -0.383 -0.42
O 11.12 38.609 32.141 -0.25 0.177 -0.268
O 3.124 48.596 26.466 0.394 -0.188 -0.435
O -2.959 46.567 30.227 -0.027 0.479 -0.311
O 9.839 41.574 27.741 -0.292 0.214 0.448
O 8.256 52.199 23.611 0.086 0.279 -0.147
O 5.19 48.894 30.326 0.127 0.071 -0.414
O 11.469 39.646 26.889 0.16 -0.75 -0.204
O 13.492 57.397 30.403 -0.225 0.309 -0.238
O -1.135 50.132 21.77 -0.257 0.077 0.182
O 15.364 59.12 27.801 -0.123 -0.428 0.036
O 3.736 61.159 31.313 0.118 0.12 -0.392
O 10.445 59.157 30.335 0.257 0.003 -0.405
O 9.684 50.269 31.166 0.001 0.039 -0.41
O 12.805 59.412 27.406 -0.292 -0.414 0.69
O 11.962 65.668 26.216 -0.107 0.207 0.315
O 0.222 59.749 30.084 0.529 -0.147 -0.33
O 8.38 57.427 30.392 -0.224 -0.217 -0.225
O 11.15 -0.401 30.64 -0.152 0.047 -0.268
O 5.399 -8.709 29.687 0.313 -0.208 0.613
O 17.638 0.169 21.447 -0.45 -0.001 0.3
O 5.287 5.009 28.085 -0.292 -0.375 0.36
O 3.866 21.406 26.089 -0.113 0.025 -0.468
O 14.014 12.035 22.183 -0.431 -0.036 0.444
O 8.393 10.935 29.542 -0.317 0.178 -0.148
O 16.369 9.614 25.823 -0.055 0.24 -0.265
O 9.898 12.84 28.486 -0.548 0.341 -0.514
O -2.037 9.485 24.038 0.041 0.728 0.024
O 16.968 24.046 23.048 -0.097 0.213 0.228
O 7.038 15.814 24.885 -0.423 -0.141 0.055
O -0.192 8.22 30.794 -0.148 -0.046 0.339
O 5.34 21.782 21.198 0.107 -0.072 0.507
O 6.421 23.871 29.175 -0.229 0.013 -0.335
O 10.529 18.068 24.89 0.114 -0.211 -0.294
O 5.523 19.378 26.513 0.174 0.247 -0.099
O 27.342 15.992 30.548 -0.13 0.072 -0.44
O 12.561 25.185 24.272 -0.115 -0.056 0.304
O 5.702 31.64 30.098 0.023 0.007 -0.204
O 4.296 37.59 21.857 -0.19 -0.144 0.088
O 5.966 30.097 25.498 0.299 0.152 -0.683
O 16.075 28.978 23.585 0.558 0.184 0.028
O 8.542 33.011 28.347 -0.588 -0.13 0.211
O 23.38 14.946 27.334 0.538 -0.144 0.224
O 13.693 20.558 23.173 0.347 0.539 0.167
O 7.389 38.124 29.394 -0.301 0.273 0.249
O 6.886 27.705 26.416 0.548 0.345 0.25
O 3.97 27.71 31.26 -0.609 0.209 0.287
O 23.085 45.403 24.48 -0.013 0.243 -0.333
O 5.881 38.386 32.007 0.23 0.042 -0.181
O 8.541 45.283 31.204 0.48 -0.038 0.246
O 16.028 41.584 25.459 0.309 0.389 -0.155
O 12.649 44.789 25.846 0.022 0.385 -0.159
O 14.86 45.729 21.803 0.343 0.166 0.435
O 2.97 51.539 20.769 -0.126 -0.113 0.531
O 14.554 49.052 26.135 -0.133 -0.277 0.135
O 11.891 42.129 31.357 0.04 0.101 -0.188
O 21.347 49.455 20.669 0.178 -0.025 0.683
O 16.42 55.526 26.269 -0.36 -0.164 -0.419
O 13.161 63.951 21.905 0.449 0.455 0.541
O 6.92 61.65 26.089 0.273 -0.054 0.004
O 10.758 62.547 23.732 0.278 0.156 -0.01
O 1.892 62.193 26.341 0.009 -0.028 -0.016
O 12.427 66.188 23.656 -0.169 0.097 -0.408
O 8.133 2.599 23.989 -0.417 -0.041 0.422
O 18.475 15.656 28.572 0.352 0.665 -0.071
O 4.411 -3.659 26.798 0.043 0.037 0.263
O 10.546 2.203 24.999 0.05 0.079 0.594
O -4.227 9.721 31.418 0.073 0.179 -0.589
O -9.682 9.487 31.569 0.212 -0.194 -0.174
O -4.635 8.783 24.08 -0.096 0.182 -0.45
O 11.533 9.529 26.57 0.05 0.009 -0.261
O 2.431 2.144 26.148 -0.107 0.267 0.526
O -15.161 14.803 21.97 0.461 -0.295 0.33
O 16.511 15.77 24.159 -0.139 -0.202 0.069
O 12.256 4.515 21.634 0.447 0.337 0.497
O -6.908 18.429 21.726 0.39 0.221 0.26
O -5.178 20.314 23.571 0.087 -0.159 0.047
O 1.163 23.684 28.527 -0.212 0.006 0.448
O -9.405 29.185 22.694 -0.105 0.322 0.353
O -1.328 22.613 24.55 -0.547 0.166 0.117
O 11.693 17.133 26.981 -0.144 -0.343 -0.048
O -1.609 26.825 24.15 -0.106 0.03 -0.639
O 4.412 28.703 21.908 -0.355 -0.122 0.398
O -11.429 35.675 23.677 0.509 -0.602 0.287
O -1.972 28.873 21.584 -0.475 -0.409 -0.084
O 4.059 42.14 26.303 -0.174 0.35 0.015
O 2.324 35.943 24.253 -0.233 0.206 0.106
O -6.159 23.854 20.205 0.108 0.315 0.148
O 6.577 30.64 27.929 0.669 -0.187 0.028
O 0.748 41.739 27.94 0.031 0.276 -0.158
O 4.299 37.144 25.628 -0.352 0.094 0.346
O 1.734 33.841 22.77 0.17 -0.09 -0.487
O 2.967 39.768 21.881 -0.473 -0.283 0.216
O 12.566 41.849 21.776 -0.3 -0.016 0.237
O 1.717 46.794 30.7 -0.079 -0.134 -0.311
O 6.359 47.648 21.834 0.124 -0.811 0.251
O 4.49 44.349 27.664 0.045 -0.167 0.477
O 4.945 59.102 30.311 0.482 0.287 -0.114
O -5.764 60.817 27.594 0.021 -0.184 0.326
O 3.012 50.742 27.778 -0.246 -0.196 0.107
O 15.016 56.313 28.53 0.325 0.54 -0.01
O -4.106 48.985 27.497 0.042 -0.223 0.598
O -1.494 55.769 21.587 0.174 0.26 0.108
O 10.169 43.728 30.225 0.208 -0.288 -0.451
O 7.091 59.333 20.339 0.277 0.459 0.287
O -1.803 60.992 26.131 0.509 0.146 0.002
O 6.246 61.488 28.686 -0.495 0.153 0.201
O 0.238 60.018 21.048 -0.214 -0.069 0.427
O -0.177 48.708 30.557 -0.122 0.159 -0.36
O -4.25 -4.312 25.506 -0.304 0.219 -0.526
O 7.351 3.589 21.669 0.392 0.361 0.22
O 5.61 5.443 21.079 0.015 0.029 0.254
O 10.985 0.011 21.02 0.213 -0.129 0.661
O 8.487 9.188 27.598 0.09 -0.053 -0.042
O -0.723 6.38 21.906 0.403 -0.059 0.237
O 6.638 7.186 27.825 0.106 0.501 0.274
O 10.274 3.663 29.363 -0.039 -0.146 -0.473
O 6.615 14.96 22.25 -0.07 -0.397 0.395
O 3.166 6.024 20.268 -0.331 -0.057 0.18
O 6.391 9.708 21.975 0.016 -0.139 0.437
O 4.781 8.301 26.222 0.098 0.737 0.144
O 12.907 6.458 27.575 -0.523 0.121 0.197
O 7.453 21.379 29.74 0.543 0.189 -0.313
O 4.388 18.162 22.498 0.306 -0.172 0.237
O 12.05 14.275 28.727 0.051 0.225 -0.087
O 4.321 28.324 26.49 -0.386 0.393 0.044
O 8.593 35.163 20.717 0.032 0.047 0.31
O -2.844 21.453 26.51 -0.348 0.43 -0.207
O 6.175 26.781 21.854 -0.013 -0.312 -0.024
O 7.794 31.298 21.564 0.443 0.355 0.252
O 0.77 30.678 20.273 -0.352 0.035 -0.093
O 7.467 26.207 28.655 0.494 0.164 -0.015
O 9.331 31.345 26.37 0.134 -0.285 0.21
O -4.441 42.097 26.315 0.024 0.11 -0.277
O 0.863 31.869 24.319 -0.463 -0.553 -0.261
O 4.585 36.893 30.221 -0.207 0.001 -0.154
O 4.509 32.011 26.708 0.065 -0.169 0.254
O 8.335 40.891 20.79 -0.025 0.162 0.423
O 8.886 39.545 26.179 -0.137 0.258 -0.359
O 6.988 32.508 26.212 -0.148 0.474 -0.457
O 22.873 36.34 21.71 0.264 0.22 0.555
O 12.553 39.275 22.497 -0.058 0.052 0.316
O 5.573 43.239 23.66 -0.33 -0.013 0.358
O 9.934 51.221 25.35 -0.075 -0.171 0.493
O 10.869 35.094 24.451 0.241 -0.148 -0.432
O 8.141 52.397 30.136 0.097 0.309 -0.129
O 4.17 42.099 21.707 0.237 -0.089 -0.451
O 26.073 61.385 21.626 -0.127 0.04 0.295
O 5.059 46.445 26.206 -0.136 0.044 -0.543
O 6.546 63.963 31.311 0.135 -0.095 -0.459
O -2.107 54.328 27.114 0.08 -0.6 0.215
O 7.213 57.269 21.953 -0.234 -0.3 0.129
O 20.456 67.144 28.151 0.342 -0.04 -0.001
O 6.988 52.123 21.372 -0.029 -0.187 0.284
O 19.323 50.8 25.075 0.424 0.113 -0.189
O 6.782 56.87 27.515 0.556 -0.219 -0.284
O 18.983 46.415 20.883 0.128 0.082 0.322
O 11.737 -2.284 19.955 0.189 -0.143 0.414
O 0.197 3.198 25.332 0.22 0.303 0.164
O 14.498 1.44 22.006 0.246 -0.023 0.312
O 19.331 2.374 30.48 0.058 0.34 -0.206
O 4.809 1.056 25.706 0.338 0.291 0.175
O 10.91 10.853 21.067 0.079 0.169 0.167
O 24.683 -2.231 24.39 -0.037 0.147 -0.252
O 12.821 9.131 21.79 0.289 0.132 -0.06
O 0.711 21.581 23.391 0.562 0.06 0.584
O 24.546 8.011 21.041 -0.204 -0.25 0.489
O 7.844 12.903 24.268 -0.056 -0.026 0.021
O 43.923 33.111 32.141 -0.006 0.251 -0.176
O -2.445 18.433 21.638 -0.368 -0.144 0.111
O 9.101 22.527 22.126 -0.211 -0.718 0.135
O 31.063 20.842 28.661 0.299 0.249 -0.267
O 18.721 19.741 22.725 0.135 0.616 -0.244
O 14.332 17.864 26.912 0.212 -0.443 -0.071
O 7.457 25.11 26.286 0.169 0.147 -0.323
O 12.81 32.075 21.823 -0.1 -0.021 0.543
O 10.655 33.121 20.765 -0.235 -0.113 0.705
O 21.909 21.768 28.001 0.284 -0.674 -0.046
O 13.013 24.661 30.797 0.284 -0.122 -0.378
O 11.76 33.593 26.52 0.427 -0.434 -0.074
O 12.372 25.147 21.718 0.338 -0.354 0.146
O 14.801 44.501 30.757 -0.311 0.096 0.253
O 26.015 39.153 28.649 0.365 0.189 0.02
O 22.049 38.385 27.396 -0.425 0.16 0.51
O 10.879 48.906 20.67 0.046 -0.018 0.561
O 13.826 42.898 24.539 0.069 0.227 0.003
O 22.114 42.128 28.312 0.006 -0.274 -0.25
O 16.45 61.472 28.028 -0.237 0.278 0.225
O 17.552 50.401 23.04 0.321 0.237 -0.324
O 0.997 68.365 21.543 -0.149 0.093 0.412
O 23.377 54.591 28.882 0.601 0.185 0.171
O 17.845 55.222 24.111 0.262 0.412 -0.122
O 30.845 65.459 26.744 0.127 0.662 0.351
O 14.276 58.467 25.442 0.304 0.156 -0.224
O 21.196 52.927 26.349 0.124 0.147 -0.525
O 16.876 65.882 25.705 0.293 -0.439 0.567
O -4.125 -7.694 23.943 -0.116 -0.346 0.178
O -11.547 -10.147 27.625 -0.135 0.26 -0.28
O 9.764 -9.072 25.982 0.507 -0.329 0.381
O -0.388 10.218 21.463 -0.207 -0.001 0.487
O -7.778 8.398 30.235 0.476 -0.359 -0.213
O -3.788 14.288 21.791 -0.174 -0.035 0.146
O -4.582 4.769 26.128 -0.087 -0.364 -0.078
O 2.052 14.759 31.075 -0.067 0.176 0.086
O -0.392 7.442 24.332 0.752 -0.196 -0.038
O -0.539 16.675 21.652 0.554 0.282 0.197
O -1.547 22.914 31.611 -0.123 -0.06 -0.422
O 8.257 24.656 30.751 0.2 -0.035 -0.135
O 2.93 17.474 20.406 -0.374 0.43 0.355
O -3.875 27.731 25.131 -0.733 0.002 -0.144
O 0.1 21.112 30.692 0.535 -0.075 -0.26
O 0.621 53.456 30.892 0.393 -0.038 0.014
O -5.081 29.994 25.208 -0.042 0.113 0.037
O 9.55 45.482 24.284 -0.113 0.205 0.543
O 11.546 47.986 31.323 0.122 -0.256 -0.531
O -8.669 46.751 26.524 0.3 -0.129 -0.154
O -7.144 33.93 25.996 -0.55 0.389 -0.05
O 9.131 55.527 21.504 -0.481 -0.222 -0.016
O 4.355 61.299 21.861 0.297 -0.126 0.012
O 2.108 57.026 26.247 -0.313 0.172 0.057
O -3.246 63.243 26.576 -0.178 -0.223 0.224
O -13.092 53.226 28.47 0.121 0.377 0.44
O 8.585 -3.022 28.157 -0.173 0.356 -0.386
O 10.642 -10.877 30.27 -0.185 -0.029 -0.436
O 19.615 1.92 21.493 0.42 0.079 0.218
O 3.818 -7.353 28.093 0.141 -0.259 -0.158
O -5.363 16.325 21.018 0.054 0.034 0.535
O 4.02 7.021 31.304 0.192 0.158 -0.358
O 12.739 4.048 28.484 0.56 -0.276 -0.149
O 10.027 6.039 21.548 -0.115 0.165 0.251
O 2.602 0.038 29.423 0 0.152 0.096
O 5.822 13.041 26.034 -0.48 -0.035 -0.306
O 21.282 0.571 30.387 0.285 0.353 -0.155
O -4.188 22.801 23.068 0.328 -0.038 0.238
O -2.017 18.237 24.326 -0.112 -0.62 -0.056
O 5.174 26.027 27.404 -0.351 -0.768 0.282
O -0.943 29.378 28.493 0.437 0.18 -0.061
O 8.86 34.22 30.675 0.085 0.217 0.032
O 16.845 42.98 30.36 0.328 0.084 -0.433
O 1.589 35.688 30.233 0.489 0.187 -0.196
O 8.963 53.756 25.585 0.045 0.213 0.3
O 11.1 43.38 24.109 -0.054 -0.556 -0.206
O 15.041 33.563 21.4 0.484 0.056 0.158
O -7.368 45.763 28.67 0.221 0.168 -0.413
O 12.379 53.825 25.468 -0.023 -0.514 0.227
O 11.485 49.614 23.709 -0.238 0.137 -0.553
O -1.308 62.003 21.992 0.248 0.062 0.553
O 13.365 51.944 20.764 0.024 0.012 0.52
O 21.545 50.367 26.512 0.422 -0.57 -0.046
O 5.584 57.667 25.304 0.082 -0.347 -0.324
O -1.444 65.263 24.164 0.127 -0.544 -0.455
O 4.897 -18.596 28.805 -0.311 -0.225 0.251
O 21.405 -5.522 23.913 0.524 -0.24 -0.193
O 10.691 32.444 24.419 0.506 0.205 -0.72
O 26.807 7.157 25.811 -0.232 -0.093 0.488
O 3.349 6.149 26.496 -0.523 -0.23 0.431
O 22.797 1.271 22.521 -0.259 0.159 0.577
O 13.301 14.696 30.881 0.111 0.069 -0.226
O 10.525 21.457 30.636 -0.164 -0.502 -0.179
O 7.628 29.874 30.342 0.204 0.336 -0.349
O 10.064 20.596 25.851 0.471 -0.031 -0.067
O -2.486 28.941 30.58 -0.11 -0.319 -0.043
O 1.999 10.289 20.313 0.237 0.005 0.259
O 7.731 23.779 24.055 -0.395 -0.367 -0.142
O 7.989 24.914 21.724 0.287 0.086 0.137
O 9.356 29.117 21.796 0.331 0.014 0.323
O 1.234 36.278 21.866 -0.081 0.152 0.028
O 13.522 35.618 20.735 0.029 0.091 0.387
O 0.279 37.112 28.143 0.284 -0.181 -0.412
O 18.735 31.382 22.19 -0.092 -0.168 0.256
O 26.527 24.605 23.237 -0.152 0.073 0.489
O 7.746 43.57 29.273 0.223 0.148 -0.515
O 15.862 37.232 30.585 -0.693 0.513 -0.098
O -1.012 32.591 30.306 -0.197 -0.172 -0.272
O 31.881 40.796 29.808 0.168 -0.175 0.162
O 17.12 48.282 21.521 -0.281 -0.132 0.082
O 21.236 65.318 20.869 0.331 -0.307 -0.24
O 13.714 62.604 24.135 0.122 0.075 0.212
O 15.649 54.009 23.311 -0.241 -0.526 0.272
O 8.122 61.954 30.635 0.452 -0.432 -0.097
O 5.799 5.946 25.694 0.317 -0.049 -0.467
O 4.461 3.631 26.127 0.021 -0.092 -0.47
O -2.684 7.562 30.79 -0.134 0.025 -0.433
O 2.276 8.855 30.556 0.325 0.167 -0.287
O 10.189 -0.332 24.418 -0.464 0.129 -0.388
O 5.752 11.35 23.99 -0.42 -0.197 0.004
O -15.328 26.853 24.614 0.238 -0.008 -0.611
O 2.879 7.745 24.4 -0.18 -0.254 -0.042
O -13.066 23.421 22.089 0.157 -0.302 0.5
O 7.992 20.037 27.219 -0.134 -0.194 0.285
O -9.543 38.281 25.041 0.204 -0.035 -0.79
O 5.672 23.3 25.837 -0.229 0.104 -0.478
O 0.568 9.2 28.497 -0.29 -0.096 -0.147
O 19.992 23.466 27.773 0.072 0.555 -0.212
O 22.269 25.945 30.783 0.048 -0.28 -0.203
O 2.834 29.754 30.018 -0.263 -0.115 -0.438
O 5.114 22.091 30.634 -0.276 0.329 -0.226
O -5.306 27.311 20.935 -0.188 0.04 0.666
O 2.079 25.719 21.763 0.487 0.29 0.135
O 2.671 24.887 24.286 0.456 -0.162 0.269
O 4.551 39.727 25.387 -0.102 -0.035 -0.4
O -0.529 28.36 26.104 -0.009 -0.121 0.145
O 1.946 32.648 26.548 -0.013 0.016 0.382
O 17.893 41.959 21.828 -0.248 -0.057 0.542
O 0.952 31.134 31.157 -0.107 -0.144 -0.355
O 5.081 39.69 20.3 0.404 -0.135 0.179
O -0.478 33.514 25.869 -0.035 0.276 0.584
O -0.217 35.215 23.855 -0.223 0.217 0.073
O -1.47 52.585 29.598 -0.197 0.277 0.543
O 6.21 52.088 28.409 -0.028 -0.448 0.082
O -3.462 44.975 23.208 0.009 -0.114 -0.203
O 8.251 43.248 24.16 0.112 -0.172 -0.578
O -4.923 47.676 25.437 -0.003 -0.02 0.044
O -4.402 58.401 21.526 -0.053 0.451 0.122
O 12.557 67.831 30.506 0.226 -0.377 -0.303
O 3.103 77.354 28.905 -0.059 -0.357 0.153
O -6.626 43.715 26.251 -0.458 0.189 0.513
O 5.495 54.244 20.728 -0.088 0.19 0.307
O -11.496 58.392 21.466 -0.107 0.638 0.214
O 10.602 9.548 29.03 0.172 -0.007 0.184
O 12.79 -0.413 28.601 0.127 0.595 0.139
O 6.001 -5.873 27.106 -0.281 -0.052 0.304
O 2.322 8.745 26.737 0.17 0.091 0.085
O 12.43 -3.888 22.139 0.227 -0.567 -0.557
O 12.626 19.326 28.111 -0.582 -0.056 0.239
O 21.769 13.233 28.678 0.2 -0.176 -0.031
O 7.105 19.828 21.85 -0.055 0.127 0.215
O 6.453 15.179 31.426 0.082 0.091 -0.478
O 22.339 -3.113 23.709 0.113 0.429 -0.588
O 10.474 13.166 24.079 0.053 -0.616 -0.175
O 2.311 13.616 26.915 0.033 -0.296 -0.656
O 3.829 34.511 25.889 0.068 0.251 0.548
O -1.29 22.776 21.937 -0.468 0.068 0.149
O -0.685 34.93 29.102 0.259 -0.292 -0.612
O 13.883 34.619 30.958 -0.023 -0.056 -0.06
O 8.03 37.172 27.027 0.523 -0.471 0.253
O 1.841 40.789 30.206 0.334 -0.094 -0.28
O 5.431 43.503 30.476 -0.266 0.265 -0.212
O 6.809 35.805 30.997 -0.002 0.413 0.147
O 6.618 42.911 21.371 0.404 0.342 0.398
O 6.97 41.402 30.604 -0.493 0.136 -0.217
O 19.015 46.253 27.314 -0.044 -0.512 0.106
O 11.127 53.992 20.702 -0.265 -0.112 0.202
O 13.201 54.871 29.94 0.179 -0.391 0.461
O 14.248 -4.686 19.951 -0.151 0.012 0.221
O -0.369 -1.903 25.995 -0.147 -0.618 -0.278
O 7.963 3.385 30.635 -0.632 0.133 -0.354
O 14.324 4.335 26.424 0.32 -0.073 0.602
O 19.439 19.38 27.606 -0.186 -0.325 -0.127
O 8.621 19.532 23.941 -0.352 0.074 0.432
O 14.848 12.472 31.389 -0.204 0.043 -0.379
O 3.33 27.471 28.74 -0.389 -0.532 0.079
O 13.038 13.491 24.22 0.438 -0.025 0.471
O 5.418 27.81 24.197 -0.184 -0.26 0.108
O 12.467 25.347 28.414 -0.257 0.077 -0.564
O 1.679 8.581 22.202 -0.346 -0.049 0.233
O 23.58 17.526 26.945 -0.003 -0.05 0.298
O 19.231 23.854 30.387 0.204 -0.172 -0.083
O 16.351 27.245 20.931 0.127 -0.227 0.662
O 15.989 22.41 26.87 0.092 -0.498 0.292
O -2.803 29.782 23.884 -0.202 -0.047 -0.286
O 9.406 37.341 24.84 -0.07 0.226 -0.119
O 14.226 33.24 23.815 -0.293 -0.142 0.215
O 16.088 30.981 26.561 -0.029 0.084 0.041
O 14.312 40.207 20.834 -0.232 0.218 -0.088
O -2.442 25.958 26.388 0.137 -0.342 -0.115
O 20.91 44.671 21.626 0.075 0.09 0.512
O 13.702 40.427 25.619 -0.012 -0.292 0.096
O 19.41 41.414 23.957 0.014 0.469 0.134
O 10.69 58.752 25.973 0.179 0.095 -0.217
O 13.923 44.954 28.236 0.391 -0.145 -0.4
O 9.736 57.634 22.869 -0.11 -0.084 0.335
O 7.144 49.927 22.916 -0.246 -0.01 0.111
O 13.321 47.532 23.489 0.535 0.279 0.412
O 0.453 50.345 25.553 -0.127 0.142 0.515
O 19.895 57.64 23.633 -0.403 -0.531 0.193
O 11.584 52.249 23.61 0.098 -0.099 -0.512
O 8.127 58.346 25.965 0.072 0.144 -0.302
O 15.046 70.287 24.007 0.107 -0.05 -0.264
O 21.196 69.958 31.991 0.054 -0.267 -0.064
O 4.824 77.093 21.592 0.332 0.441 -0.003
O 6.895 64.053 21.811 0.416 -0.139 0.625
O 1.652 1.684 23.63 0.09 0.127 -0.038
O 9.428 9.51 25.114 0.166 0.334 -0.542
O 0.371 10.755 30.577 0.144 0.249 -0.209
O -0.551 12.648 20.377 0.085 0.123 0.177
O -1.255 7.252 28.604 0.401 -0.274 -0.345
O 9.423 4.657 25.181 -0.436 0.129 0.466
O -11.016 29.046 29.502 0.222 -0.295 -0.012
O -1.964 27.02 28.813 0.123 -0.143 0.141
O -3.388 18.089 31.914 -0.506 0.329 -0.245
O -7.406 15.062 23.222 0.332 0.178 0.176
O -0.278 19.308 22.763 0.21 -0.294 -0.049
O -1.354 14.391 22.67 0.124 0.124 -0.114
O 3.39 32.468 24.348 0.347 -0.152 -0.462
O -9.924 43.351 26.103 0.641 -0.095 0.086
O 10.996 26.291 30.513 0.232 -0.036 -0.443
O 3.531 39.128 31.167 -0.073 0.094 -0.394
O 1.338 25.767 31.421 -0.114 -0.009 -0.444
O 13.918 50.897 27.904 0.515 -0.062 -0.124
O 12.686 46.769 21.093 0.039 -0.316 -0.102
O 16.211 39.418 26.951 0.227 0.063 0.049
O 3.066 51.436 30.358 0.069 -0.177 -0.293
O -0.463 48.594 23.847 -0.18 -0.273 0.071
O 1.597 59.244 27.802 0.18 -0.136 -0.104
O 2.896 57.359 30.422 -0.606 0.332 -0.325
O 0.21 54.208 28.426 0.538 0.167 -0.132
O -4.268 37.164 25.444 0.059 0.793 0.392
O 3.716 56.024 21.543 -0.226 -0.358 0.549
O 10.82 59.863 23.399 -0.31 0.087 0.743
O 20.006 64.013 25.724 -0.411 0.389 0.308
O 2.684 63.051 20.897 -0.206 0.065 0.091
O 10.922 47.165 22.911 -0.041 0.187 -0.518
O -0.974 55.613 31.067 0.217 0.212 0.021
O 9.365 1.32 31.465 0.263 -0.099 -0.196
O 16.543 -0.451 30.495 -0.06 -0.093 -0.213
O 2.13 -7.173 21.514 -0.272 -0.115 0.072
O 1.119 3.989 31.348 0.077 -0.058 -0.42
O 2.213 16.054 25.961 0.111 0.035 -0.007
O 4.38 17.275 31.436 0.181 0.047 -0.343
O 7.241 8.275 25.498 0.136 -0.242 -0.665
O 16.657 17.843 25.666 0.383 0.338 0.158
O 1.27 11.309 27.265 -0.338 0.231 -0.548
O 15.111 24.583 28.123 0.154 -0.473 0.318
O 9.097 12.683 21.919 -0.288 0.349 0.171
O 12.671 35.794 27.598 0.171 0.613 0.287
O 10.188 38.996 21.414 -0.144 0.314 0.113
O -1.83 37.451 26.497 0.112 0.126 -0.116
O 4.2 34.987 21.333 -0.504 0.16 0.007
O -1.733 40.829 23.263 0.775 -0.307 -0.213
O 9.726 37.258 30.361 0.11 -0.413 -0.544
O 8.505 47.656 23.214 0.29 0.146 0.176
O 6.406 46.781 31.01 -0.366 -0.233 0.396
O 3.89 55.329 31.593 -0.166 -0.235 -0.343
O 11.669 54.807 27.822 -0.498 0.052 -0.134
O 12.233 52.622 29.089 -0.512 -0.607 -0.116
O -4.525 46.414 27.705 -0.313 0.068 0.193
O 9.219 45.571 21.639 -0.528 -0.091 0.178
O -3.752 50.834 25.667 0.264 0.331 -0.077
O 8.187 59.796 29.163 -0.23 -0.178 -0.058
O 2.045 62.98 30.416 -0.012 -0.06 -0.275
O 3.551 44.926 31.416 0.084 0.023 -0.478
O 1.383 48.18 28.526 0.063 0.351 0.092
O 10.972 -2.25 28.808 -0.231 -0.009 0.244
O 10.627 -10.533 23.871 -0.004 0.133 -0.292
O 15.57 5.674 30.602 -0.199 -0.251 -0.609
O 12.844 -8.951 26.138 -0.219 0.344 0.425
O 14.666 1.198 31.355 -0.025 0.148 -0.282
O 9.428 5.668 30.812 -0.421 0.539 -0.15
O 11.454 15.514 24.941 -0.022 -0.024 -0.432
O 11.552 13.297 26.408 -0.061 -0.05 0.045
O 10.43 11.855 30.867 -0.041 0.142 -0.127
O 5.222 16.375 20.706 -0.244 -0.181 -0.259
O 6.29 19.932 31.494 0.262 -0.735 0.132
O 11.92 4.925 30.936 0.718 0.533 0.176
O 25.131 39.616 31.048 0.269 -0.149 0.021
O 15.486 20.108 25.707 0.618 0.123 0.179
O 10.763 23.814 29.595 -0.423 0.266 0.276
O 10.87 34.245 28.905 -0.055 0.718 0.283
O 8.16 22.498 26.257 0.05 -0.278 0.169
O -0.472 46.423 29.27 -0.148 -0.21 -0.462
O -4.803 43.847 28.073 -0.129 -0.011 0.562
O 14.459 56.254 24.095 0.256 0.045 0.168
O 23.649 47.886 28.838 0.286 0.199 -0.269
O 10.882 43.656 20.83 0.069 -0.089 0.444
O 20.475 72.718 22.151 0.202 -0.113 0.349
O 1.499 53.489 21.928 -0.149 0.377 0.111
O 8.213 55.776 23.924 -0.641 -0.042 0.287
O 20.746 15.102 27.131 0.274 0.669 0.079
O 9.263 50.792 21.607 0.443 0.374 0.151
Si 0.037 2.779 8.13 0.009 0.009 0.006
Si 2.733 0.045 8.109 0 -0.002 0.001
Si 0.059 8.205 8.184 0.003 -0.002 -0.003
Si 2.754 5.5 8.138 -0.009 -0.015 0.007
Si 0.068 13.622 8.282 -0.006 -0.026 -0.007
Si 2.796 10.917 8.254 0.008 0.01 -0.003
Si 0.091 19.041 8.337 0.015 0.014 0.003
Si 2.789 16.336 8.328 0.003 -0.001 0.001
Si 0.063 24.437 8.29 -0.002 0.014 -0.004
Si 2.77 21.741 8.331 -0.01 -0.007 0.006
Si 0.007 29.86 8.203 -0.004 0.002 0
Si 2.741 27.153 8.226 -0.01 0.001 -0.006
Si -0.029 35.354 8.108 0.011 0.013 -0.002
Si 2.716 32.596 8.137 -0.007 0.005 -0.01
Si -0.066 40.81 8.068 -0.011 0.002 -0.008
Si 2.671 38.061 8.064 -0.012 -0.008 -0.008
Si -0.096 46.273 8.084 -0.008 0.004 -0.001
Si 2.637 43.532 8.069 0.017 0.002 -0.008
Si -0.042 51.759 8.092 -0.011 0.006 0.002
Si 2.649 48.992 8.118 -0.007 0.005 0.006
Si 0.008 57.21 8.095 0.01 0.01 0.002
Si 2.688 54.481 8.08 -0.002 0.002 -0.002
Si -0.013 62.648 8.106 -0.012 -0.012 0.001
Si 2.711 59.927 8.081 0 0.002 -0.004
Si 5.45 2.777 8.12 -0.014 -0.004 -0.001
Si 8.157 0.046 8.103 0.002 -0.001 0
Si 5.482 8.203 8.217 -0.006 -0.014 0.004
Si 8.201 5.509 8.155 0.009 0.004 -0.003
Si 5.529 13.629 8.315 0.02 0.01 0.006
Si 8.228 10.913 8.268 0.007 -0.011 0
Si 5.526 19.02 8.336 -0.005 0.005 -0.004
Si 8.244 16.325 8.33 -0.005 0 -0.001
Si 5.489 24.439 8.294 0.019 -0.002 -0.002
Si 8.217 21.73 8.325 -0.003 -0.008 -0.005
Si 5.438 29.871 8.171 -0.006 -0.007 -0.001
Si 8.206 27.146 8.243 -0.005 -0.002 0.003
Si 5.39 35.326 8.09 0.007 -0.01 -0.003
Si 8.121 32.594 8.126 0.004 0.013 -0.006
Si 5.357 40.809 8.066 0.006 -0.012 -0.002
Si 8.097 38.062 8.087 -0.005 -0.003 0.003
Si 5.356 46.249 8.082 -0.012 -0.009 0.006
Si 8.086 43.531 8.049 0.003 0.014 -0.003
Si 5.397 51.753 8.122 0.023 -0.009 0.007
Si 8.089 49.003 8.116 0.008 0.006 0.012
Si 5.415 57.213 8.085 -0.003 -0.006 0
Si 8.136 54.483 8.111 0.011 -0.005 0.003
Si 5.449 62.647 8.094 -0.003 0.007 -0.002
Si 8.153 59.925 8.077 -0.007 0 -0.01
Si 10.899 2.765 8.13 -0.001 -0.003 0
Si 13.62 0.053 8.113 0.013 0.006 -0.005
Si 10.949 8.227 8.198 0.001 0 0.005
Si 13.651 5.495 8.154 0.004 0.008 -0.001
Si 10.978 13.623 8.305 0.018 0.004 0.006
Si 13.682 10.915 8.225 0.003 -0.013 0.001
Si 10.977 19.031 8.334 -0.006 -0.01 -0.007
Si 13.692 16.324 8.344 -0.002 -0.012 0.001
Si 10.94 24.44 8.288 0 -0.017 -0.008
Si 13.684 21.736 8.325 0.003 0.002 -0.006
Si 10.87 29.867 8.199 -0.011 -0.013 -0.001
Si 13.637 27.139 8.243 -0.013 -0.005 -0.013
Si 10.822 35.335 8.108 0.004 0.004 -0.005
Si 13.57 32.606 8.157 -0.006 -0.001 -0.005
Si 10.813 40.829 8.064 0.014 0.004 -0.002
Si 13.551 38.102 8.082 -0.002 0.005 0.001
Si 10.806 46.286 8.081 0.002 0.013 -0.001
Si 13.533 43.553 8.099 -0.016 0.001 0.008
Si 10.861 51.726 8.109 -0.016 0.015 0.009
Si 13.543 49.017 8.077 -0.008 0.005 0.006
Si 10.882 57.217 8.109 0.015 0.01 0.009
Si 13.588 54.494 8.111 0.005 -0.004 0.004
Si 10.877 62.642 8.112 -0.007 0.001 0.002
Si 13.591 59.912 8.098 -0.022 -0.02 0.004
Si 1.394 4.129 9.503 0.004 -0.008 -0.006
Si 4.092 1.401 9.479 -0.006 -0.004 0
Si 1.407 9.553 9.583 0.001 0.005 -0.001
Si 4.107 6.837 9.55 0.007 0.019 -0.001
Si 1.416 14.97 9.675 -0.01 0.008 -0.005
Si 4.144 12.264 9.648 -0.006 -0.003 -0.004
Si 1.422 20.398 9.711 -0.002 -0.001 0.002
Si 4.148 17.682 9.701 0.011 0.009 0.001
Si 1.404 25.817 9.636 -0.002 -0.013 0.01
Si 4.131 23.105 9.676 -0.006 0.012 0
Si 1.371 31.248 9.528 0.004 -0.001 0.005
Si 4.1 28.526 9.572 0.001 0.003 0.005
Si 1.329 36.723 9.459 -0.003 -0.01 0.002
Si 4.065 33.971 9.486 -0.008 0.004 0.003
Si 1.303 42.164 9.438 -0.001 -0.001 0.008
Si 4.022 39.438 9.428 0.001 -0.006 0.007
Si 1.278 47.624 9.452 -0.001 -0.007 0.001
Si 4.007 44.885 9.439 0.001 -0.002 0.005
Si 1.328 53.118 9.443 0.014 -0.01 -0.003
Si 4.029 50.365 9.454 0.013 -0.003 0
Si 1.353 58.572 9.459 -0.007 -0.014 0.005
Si 4.051 55.844 9.437 -0.007 0.005 0.002
Si 1.361 64.005 9.461 -0.005 0.006 -0.001
Si 4.073 61.286 9.444 0.006 -0.002 -0.001
Si 6.819 4.133 9.488 -0.002 0.001 -0.005
Si 9.523 1.396 9.478 -0.012 -0.004 0.005
Si 6.845 9.55 9.607 0.003 0.002 -0.002
Si 9.563 6.858 9.534 0.003 0.001 -0.004
Si 6.875 14.979 9.694 0.002 -0.001 0.005
Si 9.589 12.261 9.644 -0.015 -0.007 -0.009
Si 6.853 20.39 9.703 -0.001 -0.007 0.004
Si 9.591 17.685 9.693 0.003 -0.002 0
Si 6.846 25.808 9.629 -0.004 -0.001 -0.002
Si 9.578 23.095 9.668 -0.002 0.014 0.004
Si 6.791 31.242 9.525 0.003 -0.004 0.006
Si 9.547 28.516 9.594 0.019 -0.008 0.01
Si 6.752 36.701 9.45 0.009 -0.002 0.009
Si 9.484 33.973 9.481 -0.007 0.005 0.01
Si 6.735 42.172 9.417 0.003 -0.015 -0.004
Si 9.473 39.45 9.423 0.001 -0.009 -0.003
Si 6.723 47.616 9.443 -0.007 0.008 -0.002
Si 9.447 44.901 9.414 -0.001 0 -0.008
Si 6.771 53.114 9.464 -0.007 0.019 -0.002
Si 9.475 50.365 9.449 0.025 -0.016 0
Si 6.785 58.568 9.44 0.001 0.004 0.005
Si 9.508 55.841 9.454 0.001 -0.003 0
Si 6.805 64.004 9.47 -0.002 -0.001 0
Si 9.511 61.274 9.46 0.016 0.004 0.001
Si 12.265 4.126 9.498 0.001 -0.003 0.001
Si 14.985 1.412 9.475 -0.005 0.007 -0.003
Si 12.302 9.569 9.587 -0.003 0.006 0.001
Si 15.009 6.843 9.535 -0.001 -0.008 -0.001
Si 12.315 14.968 9.692 0 0.012 0.004
Si 15.029 12.256 9.626 0.003 0.015 -0.004
Si 12.312 20.397 9.701 0.004 0.006 0
Si 15.049 17.681 9.697 -0.009 0.002 0.001
Si 12.288 25.808 9.641 -0.006 0.01 0.006
Si 15.029 23.105 9.679 0.004 -0.007 0.006
Si 12.236 31.249 9.533 -0.01 0.024 0
Si 14.999 28.508 9.587 0.004 -0.009 0
Si 12.207 36.721 9.442 -0.017 -0.005 0.009
Si 14.958 33.986 9.476 -0.006 -0.001 -0.011
Si 12.179 42.181 9.44 0.009 -0.007 0.006
Si 14.924 39.455 9.447 0.004 -0.014 0.011
Si 12.188 47.64 9.425 -0.001 -0.002 0.002
Si 14.902 44.911 9.456 -0.01 0.007 0.011
Si 12.223 53.105 9.444 -0.002 -0.015 -0.009
Si 14.924 50.375 9.425 -0.009 0.008 -0.005
Si 12.241 58.563 9.478 0.007 0 0.003
Si 14.967 55.853 9.456 -0.001 0.001 0.001
Si 12.249 64.007 9.461 0.007 0.016 -0.002
Si 14.954 61.276 9.456 -0.003 0 -0.006
Si 0.009 0.037 10.825 -0.005 -0.006 -0.002
Si 2.744 2.756 10.859 0.003 0.001 0.003
Si 0.022 5.463 10.886 0.009 0 0.002
Si 2.759 8.191 10.939 -0.018 -0.007 0.003
Si 0.055 10.894 10.981 -0.005 -0.007 -0.004
Si 2.775 13.606 11.03 0.01 -0.003 -0.004
Si 0.057 16.311 11.066 -0.002 -0.001 0.003
Si 2.784 19.043 11.065 -0.004 -0.002 -0.002
Si 0.045 21.752 11.059 0.001 -0.006 0.004
Si 2.762 24.472 11.017 0.013 0.013 -0.01
Si 0.03 27.179 10.987 -0.007 0.002 -0.005
Si 2.733 29.902 10.918 -0.007 0 -0.008
Si -0.003 32.631 10.85 0 0.014 -0.009
Si 2.71 35.367 10.814 -0.01 0.004 -0.004
Si -0.022 38.103 10.812 0.009 0.006 -0.003
Si 2.678 40.806 10.801 0.001 -0.008 -0.007
Si -0.037 43.551 10.794 -0.004 0.003 -0.007
Si 2.654 46.256 10.795 0.008 0.001 -0.002
Si -0.065 49.009 10.8 -0.011 0.011 0.011
Si 2.674 51.746 10.8 -0.007 0.002 0.003
Si -0.013 54.485 10.813 -0.01 -0.005 0.009
Si 2.707 57.203 10.812 0.015 -0.005 -0.006
Si -0.023 59.915 10.824 0.004 0.003 0
Si 2.707 62.63 10.824 0.005 -0.001 -0.006
Si 5.437 0.025 10.838 0.005 0.003 0.003
Si 8.159 2.755 10.845 0.001 0.012 -0.002
Si 5.482 5.476 10.893 -0.01 -0.017 0.003
Si 8.213 8.183 10.95 0.002 -0.009 0.001
Si 5.494 10.897 11.004 0.001 0.001 0.005
Si 8.229 13.601 11.031 0.011 0.01 -0.004
Si 5.499 16.323 11.068 0.006 -0.005 -0.001
Si 8.208 19.03 11.06 0.006 0.009 -0.009
Si 5.478 21.752 11.056 -0.016 0.001 -0.006
Si 8.199 24.456 11.011 0.01 -0.007 -0.003
Si 5.465 27.176 10.955 0.018 0 -0.004
Si 8.167 29.896 10.907 0.002 -0.001 -0.003
Si 5.421 32.615 10.867 0.004 0.028 -0.01
Si 8.123 35.354 10.822 -0.002 0.007 0.001
Si 5.408 38.102 10.792 -0.012 -0.006 -0.004
Si 8.12 40.832 10.776 -0.005 0 -0.002
Si 5.383 43.528 10.796 0.002 0.004 -0.005
Si 8.093 46.246 10.787 0.022 -0.009 -0.001
Si 5.378 48.984 10.804 0.011 -0.007 0.008
Si 8.125 51.734 10.809 -0.004 -0.001 0.008
Si 5.401 54.479 10.8 0 -0.001 -0.007
Si 8.132 57.197 10.802 0.001 -0.005 -0.002
Si 5.428 59.926 10.806 -0.015 0.008 -0.009
Si 8.161 62.633 10.833 0 -0.001 0.004
Si 10.882 0.023 10.832 0.007 -0.003 0.003
Si 13.615 2.75 10.853 0.012 -0.009 0.005
Si 10.908 5.482 10.882 -0.011 0.006 -0.007
Si 13.655 8.19 10.929 0.007 0.001 0.002
Si 10.943 10.894 10.996 0.002 0.002 0
Si 13.672 13.588 11.025 -0.006 -0.01 -0.004
Si 10.933 16.313 11.051 -0.004 -0.012 -0.005
Si 13.662 19.024 11.052 0.007 -0.004 -0.006
Si 10.929 21.754 11.058 -0.015 -0.011 -0.002
Si 13.649 24.468 11.025 -0.005 -0.005 0.002
Si 10.908 27.172 10.976 -0.004 0.001 0.003
Si 13.618 29.895 10.896 0.001 0.001 -0.015
Si 10.878 32.639 10.855 0.005 -0.011 0
Si 13.61 35.382 10.81 0.016 -0.008 -0.009
Si 10.852 38.104 10.789 0.01 0.004 0.01
Si 13.576 40.843 10.793 -0.024 0.008 -0.004
Si 10.821 43.559 10.785 0.003 0.007 -0.007
Si 13.546 46.289 10.796 -0.007 0.016 0.002
Si 10.834 48.99 10.785 -0.007 0.001 0.001
Si 13.578 51.732 10.787 0.001 0.002 0.001
Si 10.863 54.459 10.801 0.001 -0.003 -0.005
Si 13.61 57.204 10.832 -0.01 0.002 0.006
Si 10.866 59.914 10.829 -0.001 -0.01 0.007
Si 13.595 62.631 10.82 -0.004 -0.002 -0.009
Si 1.368 1.387 12.202 0.018 0.009 -0.003
Si 4.116 4.102 12.229 0.001 -0.001 -0.009
Si 1.375 6.82 12.261 -0.014 -0.008 -0.009
Si 4.111 9.535 12.344 0.012 0.001 -0.001
Si 1.409 12.233 12.38 -0.004 0.013 0
Si 4.125 14.959 12.415 -0.017 -0.005 -0.002
Si 1.418 17.684 12.418 0.006 0.012 -0.004
Si 4.112 20.416 12.44 0.011 0 -0.002
Si 1.415 23.12 12.4 0.002 -0.001 -0.003
Si 4.117 25.843 12.361 -0.013 -0.023 0
Si 1.397 28.562 12.323 0.006 0.008 0.004
Si 4.092 31.264 12.276 0.001 -0.003 0.009
Si 1.365 34.011 12.18 0.013 0.004 0.002
Si 4.068 36.745 12.163 0.007 0.004 0.006
Si 1.341 39.456 12.185 -0.015 -0.018 0.01
Si 4.035 42.171 12.169 0.01 -0.012 0.005
Si 1.32 44.9 12.178 0.005 0.002 0.009
Si 4.014 47.61 12.155 -0.02 -0.005 0.001
Si 1.314 50.372 12.146 0.01 0.013 0.001
Si 4.032 53.121 12.151 0.019 0.006 -0.006
Si 1.347 55.852 12.181 0.007 0.01 0.007
Si 4.07 58.564 12.166 0.015 -0.003 -0.001
Si 1.342 61.262 12.187 -0.028 -0.007 -0.005
Si 4.069 63.982 12.192 -0.003 0.003 -0.002
Si 6.799 1.383 12.204 -0.024 -0.018 0.006
Si 9.508 4.124 12.211 0.006 -0.004 -0.006
Si 6.839 6.819 12.296 0.017 0.02 -0.004
Si 9.567 9.529 12.344 -0.006 -0.007 -0.005
Si 6.853 12.252 12.384 0.005 -0.007 -0.002
Si 9.572 14.952 12.413 0.001 0.01 0
Si 6.843 17.687 12.445 -0.003 0.008 0.01
Si 9.544 20.401 12.418 -0.011 -0.011 0.001
Si 6.837 23.122 12.402 0.004 0.01 -0.006
Si 9.552 25.823 12.362 0.002 0.004 0
Si 6.832 28.534 12.296 -0.008 0.01 0.003
Si 9.54 31.277 12.229 0.001 0.012 0.007
Si 6.777 33.995 12.199 -0.012 -0.023 0.002
Si 9.492 36.745 12.149 -0.007 -0.023 0.011
Si 6.766 39.487 12.14 0.028 0.012 -0.007
Si 9.464 42.207 12.15 -0.001 -0.009 -0.006
Si 6.748 44.884 12.161 -0.01 -0.005 0.007
Si 9.475 47.609 12.12 0.005 0.012 -0.001
Si 6.747 50.356 12.141 0.004 -0.014 0.003
Si 9.503 53.093 12.158 0.009 0.015 0.007
Si 6.759 55.836 12.157 -0.013 -0.008 0
Si 9.496 58.538 12.17 -0.001 0.011 -0.001
Si 6.783 61.27 12.181 0.006 0.011 -0.002
Si 9.54 63.974 12.202 -0.002 0.004 -0.001
Si 12.235 1.383 12.199 0.003 0.01 0.005
Si 14.973 4.096 12.232 -0.008 0.003 -0.001
Si 12.265 6.833 12.268 -0.006 -0.005 -0.006
Si 15.006 9.535 12.324 -0.005 0.003 0.008
Si 12.294 12.242 12.384 0.011 0.006 0.002
Si 15.014 14.934 12.414 -0.006 -0.001 0.001
Si 12.281 17.673 12.409 -0.001 0.003 0.001
Si 15.005 20.39 12.412 -0.01 -0.009 0.002
Si 12.278 23.135 12.411 0.01 0.005 0.011
Si 15.013 25.833 12.376 0 0.006 0.006
Si 12.274 28.557 12.292 0.007 -0.001 -0.003
Si 15.001 31.255 12.229 -0.016 -0.006 0.002
Si 12.279 34.009 12.173 -0.006 0.019 0
Si 14.971 36.744 12.186 -0.004 -0.002 0.003
Si 12.222 39.483 12.139 0.009 -0.017 0.002
Si 14.954 42.198 12.162 0.009 0.003 0.009
Si 12.194 44.914 12.143 -0.013 -0.001 0.002
Si 14.906 47.647 12.16 -0.009 -0.013 0.006
Si 12.215 50.347 12.119 -0.01 -0.007 -0.011
Si 14.945 53.097 12.13 -0.012 -0.02 -0.004
Si 12.241 55.811 12.15 0.018 -0.006 -0.005
Si 14.959 58.566 12.216 -0.002 -0.019 0.001
Si 12.232 61.271 12.19 0.003 0.005 0.004
Si 14.974 63.986 12.163 0.01 0.011 -0.007

Results
total energy: -383157.541 eV
total energy less fixed offsets of O -438.25, Si -107.07 eV per atom: 9.099 eV
